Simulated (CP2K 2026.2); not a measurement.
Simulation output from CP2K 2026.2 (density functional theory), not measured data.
Periodic cell of 3024 atoms, Si2160O864, from a study of silicon, its oxide and their interface. The atomic structure is a simulated model.
Doubt: the forces sum to 7.61 eV/angstrom along one axis rather than to zero, so they err by at least 0.0025 eV/angstrom per atom on average; the grid cutoff is modest.

Settings
functional: PBE
method: Gaussian and plane waves
basis set: DZVP-MOLOPT-SR-GTH
pseudopotentials: GTH-PBE
grid cutoff: 300 Ry, relative cutoff 40 Ry
k points: Gamma only
occupations: fixed
spin: none
net charge: 0

Cell vectors (angstrom)
a	97.92	0	0
b	0	16.32	0
c	-3.0941	2.5484	33.2979

Atoms: element, x, y, z (angstrom)
Si	1.358	-1.292	0.531
Si	4.042	1.203	0.165
Si	0.955	4.333	0.333
Si	3.949	6.686	-0.003
Si	1.099	-6.389	0.019
Si	3.491	-3.446	-0.053
Si	6.481	-0.795	0.151
Si	9.507	1.575	0.103
Si	7.209	3.718	0.043
Si	9.714	6.626	0.059
Si	6.701	9.914	-0.124
Si	9.604	-4.19	0.053
Si	12.433	-1.66	0.129
Si	14.884	1.382	0.415
Si	12.057	4.473	0.009
Si	15.564	6.323	-0.24
Si	11.94	-6.394	-0.014
Si	14.724	-3.819	-0.035
Si	2.744	0.085	1.738
Si	5.404	2.789	1.298
Si	2.644	5.487	1.483
Si	5.355	8.293	1.112
Si	2.658	-5.228	1.322
Si	5.327	-2.554	1.255
Si	8.182	0.139	1.452
Si	10.964	2.845	1.383
Si	8.14	5.461	1.352
Si	10.863	-8.055	1.282
Si	8.08	-5.333	1.407
Si	10.798	-2.692	1.419
Si	13.422	-0.004	1.517
Si	16.189	2.813	1.688
Si	13.733	5.552	1.215
Si	16.309	-8.245	1.276
Si	13.584	-5.382	1.315
Si	16.299	-2.584	1.194
Si	1.424	1.438	3.053
Si	4.099	4.144	2.742
Si	1.342	6.913	2.819
Si	4.048	9.627	2.604
Si	1.374	-4.062	2.913
Si	4.147	-1.329	2.898
Si	6.772	1.486	2.778
Si	9.54	4.169	2.75
Si	6.722	6.912	2.581
Si	9.466	-6.751	2.696
Si	6.682	-3.944	2.666
Si	9.462	-1.306	2.768
Si	12.132	1.42	2.824
Si	14.813	4.227	2.856
Si	12.307	6.921	2.607
Si	14.922	-6.815	2.615
Si	12.187	-4.073	2.743
Si	14.922	-1.342	2.738
Si	-0.007	0.03	4.254
Si	2.813	2.839	4.249
Si	0.024	5.49	4.181
Si	2.742	8.276	4.099
Si	-0.004	-5.405	4.23
Si	2.746	-2.68	4.224
Si	5.493	0.081	4.19
Si	8.147	2.835	4.126
Si	5.433	5.558	4.058
Si	8.098	-8.118	4.028
Si	5.394	-5.369	4.042
Si	8.081	-2.661	4.093
Si	10.774	0.066	4.158
Si	13.496	2.788	4.166
Si	10.915	5.559	4.034
Si	13.567	-8.077	4.073
Si	10.819	-5.415	4.093
Si	13.541	-2.692	4.097
Si	1.348	-1.316	16.399
Si	4.074	1.376	16.396
Si	1.346	4.111	16.437
Si	4.099	6.824	16.449
Si	1.362	-6.762	16.435
Si	4.093	-4.057	16.418
Si	6.798	-1.351	16.425
Si	9.526	1.373	16.4
Si	6.786	4.113	16.414
Si	9.517	-9.484	16.392
Si	6.787	-6.773	16.429
Si	9.514	-4.052	16.426
Si	12.22	-1.346	16.399
Si	14.98	1.395	16.417
Si	12.241	4.101	16.411
Si	14.973	-9.52	16.34
Si	12.205	-6.762	16.357
Si	14.94	-4.019	16.352
Si	2.69	0.053	17.765
Si	5.447	2.71	17.75
Si	2.731	5.45	17.788
Si	5.47	8.171	17.827
Si	2.754	-5.42	17.787
Si	5.434	-2.704	17.798
Si	8.208	-0.025	17.763
Si	10.863	2.743	17.764
Si	8.154	5.486	17.752
Si	10.874	-8.122	17.742
Si	8.131	-5.397	17.778
Si	10.868	-2.693	17.803
Si	13.627	-0.018	17.729
Si	16.361	2.739	17.808
Si	13.661	5.436	17.738
Si	16.331	-8.15	17.67
Si	13.538	-5.359	17.679
Si	16.348	-2.691	17.7
Si	1.336	1.395	19.163
Si	4.062	4.013	19.125
Si	1.396	6.862	19.125
Si	4.125	-6.766	19.172
Si	1.395	-4.024	19.096
Si	4.048	-1.311	19.1
Si	6.874	1.366	19.064
Si	9.497	4.14	19.11
Si	6.836	6.792	19.197
Si	9.464	-6.797	19.109
Si	6.803	-4.042	19.195
Si	9.499	-1.383	19.214
Si	12.245	1.332	19.052
Si	15.006	4.094	19.17
Si	12.322	-9.468	19.025
Si	14.952	-6.714	18.918
Si	12.209	-4.071	19.156
Si	14.987	-1.38	19.111
Si	-0.079	-0.013	20.392
Si	2.691	2.701	20.584
Si	-0.006	5.523	20.469
Si	2.807	8.178	20.52
Si	0.011	-5.35	20.438
Si	2.713	-2.655	20.499
Si	5.496	0.02	20.373
Si	8.176	2.721	20.479
Si	5.494	5.32	20.454
Si	8.193	8.157	20.582
Si	5.484	-5.447	20.572
Si	8.121	-2.695	20.654
Si	10.943	-0.038	20.477
Si	13.623	2.646	20.422
Si	10.969	5.494	20.358
Si	13.617	-7.99	20.331
Si	10.748	-5.394	20.474
Si	13.682	-2.811	20.496
Si	1.101	-1.479	21.763
Si	4.361	1.48	21.751
Si	1.578	4.425	21.782
Si	3.959	6.485	21.725
Si	1.188	-6.916	21.696
Si	4.329	-3.792	21.767
Si	6.488	-1.477	21.88
Si	9.852	1.633	21.701
Si	6.549	3.73	21.863
Si	9.948	7.067	21.739
Si	6.988	-6.666	21.974
Si	9.175	-4.378	21.947
Si	12.479	-1.274	21.784
Si	14.609	1.029	21.833
Si	12.081	3.888	21.638
Si	15.128	-9.107	21.687
Si	12.015	-6.899	21.68
Si	15.384	-4.044	21.617
Si	7.801	4.157	24.753
Si	0.645	-5.842	-6.096
Si	-3.897	-1.999	-2.843
Si	3.422	5.941	-6.845
Si	2.542	1.39	-2.631
Si	5.335	-4.297	-2.144
Si	2.239	-0.892	-4.37
Si	14.836	-7.707	25.94
Si	16.599	4.367	-5.203
Si	6.664	-5.172	-4.542
Si	2.426	-6.634	24.489
Si	6.43	-0.511	24.882
Si	10.773	-2.7	24.096
Si	14.036	1.66	-2.459
Si	-1.237	2.054	24.617
Si	9.744	1.753	24.59
Si	13.025	-3.569	25.837
Si	9.474	-1.491	-4.146
Si	7.86	7.782	-2.021
Si	1.377	3.213	24.529
Si	9.387	6.625	24.697
Si	3.622	-1.446	25.936
Si	12.208	2.345	25.976
Si	17.751	-3.55	-6.986
Si	1.716	7.697	-5.108
Si	6.688	-1.428	-2.706
Si	1.926	7.995	-2.087
Si	6.629	1.383	-6.664
Si	7.994	4.251	-6.334
Si	11.275	0.1	-2.114
Si	5.866	5.402	-1.88
Si	16.586	-5.219	-2.133
Si	7.087	8.108	-4.94
Si	13.648	-4.457	-4.704
Si	9.333	-4.284	-2.989
Si	13.922	-5.746	23.79
Si	5.122	8.049	24.056
Si	8.428	-7.329	26.041
Si	5.482	5.596	-4.885
Si	20.273	-5.358	-6.744
Si	11.254	8.097	-5.105
Si	-2.741	-6.629	-2.72
Si	12.887	4.315	-3.072
Si	6.014	2.167	26.237
Si	3.801	-4.208	24.782
Si	15.459	-6.894	-4.623
Si	-1.632	-3.704	-2.752
Si	10.576	5.156	-4.887
Si	9.138	-0.811	25.956
Si	20.987	-1.917	-4.048
Si	4.755	0.503	-4.282
Si	13.83	5.401	23.77
Si	11.861	-6.064	-2.985
Si	9.166	-8.025	-6.959
Si	17.221	-0.728	-0.079
Si	19.791	1.885	0.13
Si	17.65	4.091	0.43
Si	20.079	7.167	0.213
Si	17.911	-6.96	0.205
Si	20.477	-4.179	0.202
Si	23.081	-1.4	0.404
Si	25.258	1.746	0.197
Si	23.045	4.018	0.25
Si	25.751	6.71	0.027
Si	22.633	-6.416	0.207
Si	25.282	-3.611	0.041
Si	28.922	-1.544	-0.113
Si	31.13	1.72	0.028
Si	28.774	3.86	0.036
Si	30.765	6.94	-0.104
Si	28.78	-6.934	-0.012
Si	31.02	-3.928	0.008
Si	18.819	0.187	1.403
Si	21.505	2.819	1.481
Si	19.006	5.568	1.578
Si	21.592	-8.001	1.568
Si	18.978	-5.371	1.528
Si	21.579	-2.665	1.592
Si	24.332	0.131	1.586
Si	27.084	2.774	1.285
Si	24.283	5.595	1.461
Si	27.183	-8.173	1.259
Si	24.345	-5.322	1.364
Si	27.137	-2.593	1.163
Si	29.98	0.049	1.277
Si	32.723	3.024	1.175
Si	29.778	5.484	1.422
Si	32.543	-8.21	1.135
Si	29.888	-5.434	1.402
Si	32.559	-2.708	1.313
Si	17.553	1.413	2.938
Si	20.321	4.201	2.915
Si	17.572	6.876	2.858
Si	20.275	-6.688	2.953
Si	17.563	-3.94	2.69
Si	20.191	-1.218	2.766
Si	22.895	1.46	2.843
Si	25.749	4.174	2.698
Si	22.99	6.938	2.841
Si	25.778	-6.757	2.602
Si	23.019	-4.034	2.849
Si	25.851	-1.269	2.707
Si	28.496	1.378	2.611
Si	31.294	4.179	2.672
Si	28.454	6.853	2.761
Si	31.298	-6.819	2.66
Si	28.433	-4.017	2.613
Si	31.266	-1.309	2.69
Si	16.197	0.01	4.199
Si	18.945	2.806	4.218
Si	16.214	5.527	4.208
Si	18.91	-8.082	4.225
Si	16.225	-5.381	4.013
Si	18.894	-2.625	4.122
Si	21.593	0.064	4.165
Si	24.378	2.817	4.083
Si	21.697	5.546	4.219
Si	24.438	-8.047	4.088
Si	21.694	-5.363	4.239
Si	24.451	-2.637	4.078
Si	27.189	0.067	4.071
Si	29.891	2.756	3.962
Si	27.103	5.488	4.1
Si	29.897	-8.126	4.044
Si	27.12	-5.394	4.005
Si	29.843	-2.681	3.997
Si	17.669	-1.3	16.351
Si	20.362	1.392	16.324
Si	17.692	4.088	16.385
Si	20.389	-9.478	16.331
Si	17.683	-6.784	16.312
Si	20.405	-4.018	16.287
Si	23.09	-1.328	16.294
Si	25.807	1.381	16.291
Si	23.088	4.093	16.254
Si	25.835	-9.471	16.224
Si	23.107	-6.781	16.29
Si	25.805	-4.04	16.228
Si	28.513	-1.382	16.205
Si	31.269	1.398	16.213
Si	28.565	4.068	16.256
Si	31.27	-9.538	16.265
Si	28.533	-6.792	16.167
Si	31.264	-4.094	16.201
Si	19	0.073	17.735
Si	21.771	2.715	17.644
Si	19.069	5.466	17.709
Si	21.759	-8.125	17.693
Si	19.123	-5.458	17.61
Si	21.693	-2.618	17.677
Si	24.444	0.018	17.659
Si	27.21	2.719	17.625
Si	24.441	5.504	17.534
Si	27.231	-8.133	17.565
Si	24.469	-5.39	17.596
Si	27.155	-2.713	17.609
Si	29.894	-0.009	17.479
Si	32.624	2.754	17.595
Si	29.934	5.39	17.634
Si	32.606	-8.14	17.605
Si	29.837	-5.418	17.518
Si	32.674	-2.768	17.521
Si	17.703	1.38	19.224
Si	20.507	4.111	19.023
Si	17.683	-9.506	19.06
Si	20.408	-6.78	19.085
Si	17.821	-4.075	18.918
Si	20.373	-1.212	19.116
Si	23.062	1.333	19.053
Si	25.797	4.168	18.851
Si	23.164	-9.491	18.992
Si	25.926	-6.709	18.899
Si	23.031	-4.066	18.922
Si	25.804	-1.359	18.985
Si	28.577	1.26	18.928
Si	31.304	4.052	19.043
Si	28.554	-9.546	18.921
Si	31.155	-6.771	18.862
Si	28.51	-4.1	18.94
Si	31.279	-1.373	18.758
Si	16.309	-0.039	20.567
Si	19.135	2.844	20.46
Si	16.324	5.523	20.527
Si	19.09	-8.2	20.433
Si	16.463	-5.465	20.165
Si	19.078	-2.72	20.362
Si	21.652	0.167	20.613
Si	24.523	2.752	20.187
Si	21.956	5.397	20.408
Si	24.587	-8.082	20.205
Si	21.779	-5.4	20.42
Si	24.333	-2.673	20.245
Si	27.196	-0.061	20.357
Si	30.019	2.514	20.307
Si	27.127	5.47	20.254
Si	29.906	-8.177	20.26
Si	27.205	-5.394	20.412
Si	29.904	-2.665	20.117
Si	17.466	-1.735	21.736
Si	20.696	1.996	22.021
Si	18.016	4.423	21.763
Si	20.334	-9.811	21.643
Si	17.441	-7.021	21.619
Si	20.673	-3.772	21.736
Si	22.856	-1.522	21.696
Si	26.087	1.653	21.484
Si	23.255	3.888	21.772
Si	26.066	-9.186	21.623
Si	23.475	-6.568	21.564
Si	25.466	-4.212	21.545
Si	28.754	-1.303	21.601
Si	31.066	0.803	21.671
Si	28.359	3.778	21.281
Si	31.528	-9.165	21.65
Si	28.392	-7.074	21.636
Si	31.454	-3.682	21.494
Si	25.369	5.272	23.786
Si	23.291	-6.705	-4.112
Si	15.796	-2.183	-5.009
Si	21.145	0.349	-5.913
Si	18.855	2.101	-4.504
Si	19.281	-4.002	-2.603
Si	21.498	0.243	-1.84
Si	30.938	6.14	24.583
Si	27.65	-0.476	-5.617
Si	29.92	4.561	-5.267
Si	27.678	-7.013	-5.148
Si	24.392	0.283	23.791
Si	27.239	-3.222	23.644
Si	32.548	2.062	-2.557
Si	19.528	1.708	25.039
Si	27.966	2.466	25.728
Si	28.787	-5.813	24.31
Si	23.561	-3.733	-4.447
Si	23.898	8.06	-1.916
Si	15.057	1.722	24.84
Si	11.942	5.423	26.179
Si	24.981	-6.898	-6.499
Si	32.547	0.966	24.511
Si	32.754	0.169	-4.929
Si	19.655	-8.109	-6.076
Si	25.868	1.83	-2.721
Si	20.497	-6.382	-4.052
Si	17.362	6.811	25.975
Si	16.637	4.126	24.457
Si	27.531	-0.667	-2.741
Si	16.815	0.052	-3.017
Si	31.459	-4.982	-2.849
Si	21.087	3.9	-4.194
Si	31.934	6.693	-6.277
Si	26.088	-3.298	-2.771
Si	32.074	-6.866	-5.025
Si	19.432	-5.801	23.586
Si	24.94	6.46	-6.804
Si	18.978	-7.088	26.242
Si	33.115	-2.75	-4.41
Si	28.868	1.997	-6.702
Si	21.298	-1.64	25.906
Si	21.838	5.746	-1.978
Si	22.474	0.996	25.925
Si	18.808	-1.072	24.531
Si	26.989	4.77	-2.151
Si	15.123	6.43	-3.389
Si	21.687	-7.951	23.563
Si	26.317	0.079	26.002
Si	35.286	-1.679	-2.657
Si	23.088	1.76	-3.887
Si	28.542	4.585	23.938
Si	28.379	-5.364	-2.725
Si	27.355	6.181	-4.947
Si	34.297	-1.644	0.138
Si	37.022	1.07	-0.025
Si	34.208	4.616	-0.055
Si	36.651	7.092	0.246
Si	34.354	-6.996	0.216
Si	36.399	12.31	0.58
Si	39.043	-1.375	-0.026
Si	41.756	1.596	-0.128
Si	39.62	3.924	-0.014
Si	42.542	6.403	-0.11
Si	39.501	9.465	0.275
Si	42.449	11.64	-0.015
Si	44.896	-1.623	-0.125
Si	47.799	0.945	0.027
Si	44.719	4.136	-0.046
Si	47.892	6.64	0.07
Si	44.759	9.439	0.103
Si	48.201	11.585	0.08
Si	35.376	0.053	1.335
Si	38.096	2.693	1.287
Si	35.494	5.555	1.565
Si	38.088	8.237	1.608
Si	35.25	10.772	1.796
Si	38.062	-2.761	1.569
Si	40.753	-0.151	1.136
Si	43.473	2.591	1.227
Si	40.881	5.406	1.28
Si	43.537	7.957	1.382
Si	40.873	10.822	1.505
Si	43.55	-2.958	1.218
Si	46.233	-0.237	1.292
Si	49.01	2.625	1.155
Si	46.275	5.361	1.256
Si	48.975	8.012	1.619
Si	46.389	10.647	1.29
Si	49.042	-2.93	1.35
Si	33.987	1.501	2.574
Si	36.78	4.015	2.735
Si	33.929	6.876	2.703
Si	36.728	9.493	3.011
Si	33.829	12.273	2.834
Si	36.673	-1.321	2.802
Si	39.457	1.262	2.617
Si	42.186	3.989	2.665
Si	39.521	6.741	2.713
Si	42.197	9.35	2.765
Si	39.503	12.212	2.811
Si	42.18	-1.481	2.525
Si	44.866	1.217	2.579
Si	47.639	3.951	2.596
Si	44.94	6.659	2.722
Si	47.586	9.389	2.85
Si	44.97	12.065	2.613
Si	47.603	-1.565	2.676
Si	32.646	0.089	3.983
Si	35.356	2.716	4.057
Si	32.619	5.494	4.083
Si	35.29	8.12	4.188
Si	32.54	10.86	4.139
Si	35.294	-2.703	4.108
Si	38.094	0.008	4.085
Si	40.815	2.622	4.007
Si	38.144	5.378	4.066
Si	40.828	8.06	4.138
Si	38.139	10.888	4.205
Si	40.875	-2.729	4.066
Si	43.514	-0.124	3.956
Si	46.243	2.597	3.958
Si	43.552	5.317	4.059
Si	46.226	8.025	4.15
Si	43.595	10.754	4.036
Si	46.24	-2.873	4.055
Si	33.985	-1.357	16.2
Si	36.702	1.339	16.277
Si	33.975	4.104	16.232
Si	36.733	6.826	16.316
Si	34.02	9.493	16.265
Si	36.738	-4.123	16.305
Si	39.411	-1.415	16.299
Si	42.111	1.333	16.32
Si	39.414	4.078	16.326
Si	42.139	6.806	16.339
Si	39.439	9.518	16.359
Si	42.127	-4.117	16.356
Si	44.806	-1.425	16.309
Si	47.562	1.296	16.335
Si	44.846	4.023	16.293
Si	47.555	6.736	16.304
Si	44.845	9.457	16.304
Si	47.584	-4.116	16.332
Si	35.296	-0.008	17.6
Si	38.044	2.7	17.655
Si	35.296	5.488	17.594
Si	38.089	8.174	17.741
Si	35.411	10.797	17.655
Si	38.105	-2.793	17.693
Si	40.746	-0.047	17.656
Si	43.438	2.739	17.664
Si	40.754	5.476	17.691
Si	43.525	8.127	17.727
Si	40.806	10.849	17.762
Si	43.452	-2.736	17.731
Si	46.164	-0.076	17.639
Si	48.921	2.654	17.707
Si	46.233	5.328	17.659
Si	48.93	8.115	17.616
Si	46.182	10.842	17.633
Si	48.946	-2.767	17.715
Si	33.951	1.392	18.957
Si	36.621	4.098	18.919
Si	33.97	-9.46	18.995
Si	36.766	9.518	19.159
Si	33.99	-4.167	18.9
Si	36.629	-1.431	18.903
Si	39.412	1.321	19.012
Si	42.1	4.144	19.051
Si	39.452	6.832	19.125
Si	42.222	9.525	19.138
Si	39.467	-4.116	19.174
Si	42.037	-1.386	19.096
Si	44.783	1.314	18.933
Si	47.57	4.002	19.087
Si	44.883	6.664	19.002
Si	47.583	9.518	18.947
Si	44.846	-4.125	19.023
Si	47.514	-1.418	19.021
Si	32.617	-0.094	20.169
Si	35.271	2.772	20.333
Si	32.633	5.498	20.387
Si	35.278	-8.09	20.446
Si	32.452	-5.383	20.191
Si	35.412	-2.915	20.271
Si	37.933	-0.057	20.242
Si	40.702	2.796	20.365
Si	37.918	5.486	20.295
Si	40.9	8.135	20.528
Si	38.183	10.8	20.619
Si	40.761	-2.701	20.61
Si	43.373	0.067	20.338
Si	46.136	2.61	20.323
Si	43.513	5.42	20.481
Si	46.323	8.034	20.208
Si	43.58	10.95	20.532
Si	46.178	-2.813	20.4
Si	33.833	-1.677	21.375
Si	36.833	1.545	21.547
Si	34.2	4.365	21.714
Si	36.407	-9.72	21.722
Si	33.599	-6.822	21.553
Si	36.919	-3.951	21.83
Si	38.957	-1.555	21.699
Si	42.275	1.694	21.689
Si	38.969	3.866	21.567
Si	42.589	7.12	21.856
Si	39.947	9.747	21.926
Si	42.063	-4.19	21.998
Si	44.908	-1.211	21.513
Si	47.142	1.017	21.703
Si	44.63	3.742	21.679
Si	47.856	7.012	21.689
Si	44.905	9.27	21.513
Si	47.693	-3.92	21.874
Si	43.411	6.924	24.707
Si	35.165	-5.662	23.826
Si	29.884	-5.268	-6.577
Si	36.698	8.052	24.393
Si	35.801	0.01	-4.948
Si	37.685	-5.529	-1.841
Si	31.127	-1.31	26.253
Si	-43.801	3.291	-6.606
Si	47.641	1.859	-4.553
Si	41.856	-5.632	-2.806
Si	42.07	-4.218	-5.331
Si	40.658	-0.042	23.701
Si	43.01	-2.074	23.879
Si	45.867	2.148	-2.178
Si	35.295	-0.127	23.702
Si	44.634	2.539	-6.935
Si	46.653	-5.982	23.948
Si	43.344	-1.298	-4.855
Si	40.795	7.878	-1.849
Si	33.083	3.798	24.599
Si	36.256	4.89	-3.972
Si	39.132	1.49	25.721
Si	46.671	0.937	24.635
Si	-47.708	0.705	-4.255
Si	33.96	6.49	-2.512
Si	45.929	-0.244	-5.983
Si	35.122	-6.833	-2.483
Si	40.13	3.247	-7.014
Si	39.157	4.289	24.519
Si	43.395	0.199	-2.159
Si	38.142	-1.557	-5.434
Si	46.872	-3.081	-2.193
Si	35.535	2.672	-2.122
Si	46.449	6.709	-4.836
Si	38.165	-2.729	-2.582
Si	48.452	4.559	-5.227
Si	30.901	-3.795	24.531
Si	42.689	4.478	-6.157
Si	34.918	5.86	-6.647
Si	47.374	3.501	25.938
Si	43.611	7.113	-5.826
Si	35.028	-6.115	-5.343
Si	38.424	5.93	-2.146
Si	36.878	-0.519	26.065
Si	33.22	-5.196	25.947
Si	44.852	-7.114	26.097
Si	31.456	5.086	-2.676
Si	39.465	-7.439	24.935
Si	44.199	-0.1	25.85
Si	-48.491	-2.023	-3.074
Si	38.048	1.229	-6.307
Si	46.107	5.461	23.862
Si	46.75	-5.507	-3.914
Si	43.93	-6.319	-4.697
Si	50.007	-1.352	-0.14
Si	53.145	1.066	0.364
Si	50.048	4.339	-0.187
Si	52.552	7.285	-0.084
Si	50.36	9.426	0.441
Si	53.403	11.887	0.102
Si	56.251	-2.029	0.107
Si	58.159	1.501	0.269
Si	55.921	3.748	0.204
Si	-39.359	6.631	0.122
Si	55.492	9.568	0.152
Si	-39.533	12.16	0.556
Si	-36.631	-1.684	0.045
Si	-33.81	1.11	0.016
Si	-37.16	4.341	0.139
Si	-33.823	6.363	-0.094
Si	-37.527	9.873	0.201
Si	-34.378	12.392	0.199
Si	51.638	-0.338	1.374
Si	54.313	2.691	1.526
Si	51.632	5.453	1.191
Si	54.237	8.092	1.413
Si	51.787	10.876	1.514
Si	54.516	-2.906	1.458
Si	57.08	-0.197	1.444
Si	-38.175	2.709	1.472
Si	-40.89	5.398	1.433
Si	-38.296	8.151	1.566
Si	-40.939	10.686	1.62
Si	-38.079	-2.728	1.601
Si	-35.472	-0.011	1.262
Si	-32.677	2.659	1.351
Si	-35.411	5.363	1.337
Si	-32.635	8.018	1.139
Si	-35.59	10.771	1.338
Si	-32.664	-2.781	1.292
Si	50.33	1.242	2.604
Si	52.942	4.122	2.71
Si	50.371	6.632	2.819
Si	53.045	9.462	2.884
Si	50.4	12.201	2.831
Si	53.058	-1.566	2.768
Si	55.692	1.213	2.787
Si	-39.525	4.058	2.827
Si	-42.293	6.722	2.753
Si	-39.599	9.392	2.994
Si	-42.198	12.106	2.954
Si	-39.439	-1.366	2.897
Si	-36.75	1.33	2.719
Si	-34.066	3.993	2.7
Si	-36.732	6.786	2.713
Si	-34.044	9.399	2.523
Si	-36.757	12.138	2.859
Si	-34.067	-1.405	2.641
Si	48.948	-0.103	3.996
Si	51.636	2.633	4.025
Si	48.952	5.267	4.08
Si	51.672	8.059	4.174
Si	48.983	10.798	4.119
Si	51.721	-2.82	4.218
Si	54.343	-0.123	4.137
Si	-40.854	2.617	4.13
Si	-43.6	5.373	4.142
Si	-40.953	8.01	4.235
Si	-43.552	10.775	4.292
Si	-40.797	-2.792	4.201
Si	-38.062	-0.001	4.164
Si	-35.382	2.653	4.086
Si	-38.091	5.406	4.102
Si	-35.336	8.112	4.033
Si	-38.147	10.8	4.2
Si	-35.346	-2.776	4.091
Si	50.293	-1.405	16.348
Si	53.046	1.322	16.405
Si	50.298	3.971	16.311
Si	53.039	6.753	16.322
Si	50.337	9.466	16.323
Si	53.029	-4.138	16.356
Si	55.763	-1.443	16.388
Si	-39.407	1.27	16.315
Si	-42.145	4.02	16.363
Si	-39.417	6.701	16.36
Si	-42.149	9.444	16.342
Si	-39.408	-4.152	16.367
Si	-36.639	-1.45	16.316
Si	-33.912	1.323	16.29
Si	-36.681	4.011	16.295
Si	-33.923	6.756	16.287
Si	-36.674	9.448	16.319
Si	-33.936	-4.143	16.261
Si	51.625	-0.028	17.721
Si	54.43	2.697	17.772
Si	51.681	5.339	17.61
Si	54.396	8.102	17.711
Si	51.672	10.83	17.725
Si	54.37	-2.796	17.751
Si	57.171	-0.086	17.707
Si	-38.063	2.654	17.649
Si	-40.815	5.374	17.757
Si	-38.014	8.048	17.681
Si	-40.805	10.805	17.71
Si	-38.005	-2.798	17.711
Si	-35.238	-0.093	17.645
Si	-32.518	2.712	17.625
Si	-35.282	5.364	17.62
Si	-32.565	8.134	17.648
Si	-35.287	10.813	17.651
Si	-32.517	-2.756	17.529
Si	50.259	1.326	19.104
Si	53.035	4.119	19.095
Si	50.237	6.638	18.887
Si	53.057	9.48	19.077
Si	50.304	-4.134	19.1
Si	52.955	-1.408	19.064
Si	55.838	1.29	19.075
Si	-39.435	3.974	19.069
Si	55.675	6.721	19.123
Si	-39.45	9.369	18.999
Si	55.744	-4.162	19.117
Si	58.543	-1.446	19.075
Si	-36.658	1.277	18.927
Si	-33.875	4.063	18.98
Si	-36.599	6.689	19.024
Si	-33.935	9.475	19.04
Si	-36.616	-4.166	19.051
Si	-33.764	-1.421	18.976
Si	48.818	-0.029	20.397
Si	51.641	2.744	20.389
Si	48.954	5.37	20.426
Si	51.568	8.036	20.144
Si	48.831	10.879	20.418
Si	51.61	-2.737	20.501
Si	54.378	-0.044	20.338
Si	57.141	2.642	20.535
Si	54.294	5.504	20.624
Si	57.045	8.068	20.433
Si	54.364	10.807	20.569
Si	57.171	-2.79	20.445
Si	59.92	-0.04	20.369
Si	-35.188	2.58	20.214
Si	-37.994	5.321	20.346
Si	-35.233	8.029	20.44
Si	-38.008	10.686	20.294
Si	-35.129	-2.787	20.315
Si	49.867	-1.634	21.702
Si	53.204	1.538	21.605
Si	50.569	4.317	21.783
Si	52.547	6.767	21.833
Si	50.076	9.22	21.433
Si	53.28	-3.79	21.809
Si	55.552	-1.553	21.665
Si	58.891	1.57	21.778
Si	55.425	3.755	21.779
Si	58.616	6.807	21.608
Si	56.01	9.677	21.87
Si	58.336	-4.526	21.573
Si	61.605	-1.197	21.501
Si	-34.129	1.019	21.624
Si	-36.7	3.736	21.506
Si	-33.434	7.106	21.758
Si	-37.011	9.008	21.619
Si	-34.001	-4.318	21.731
Si	-41.938	4.338	24.813
Si	-45.193	-2.921	24.532
Si	-48.932	-4.054	-5.257
Si	-41.562	7.299	-7.007
Si	-45.183	1.106	-2.427
Si	-44.343	-3.928	-2.832
Si	-42.873	-0.145	-1.656
Si	-30.073	0.753	-7.013
Si	-34.901	5.115	-6.738
Si	-35.046	-5.083	-5.22
Si	-41.136	7.781	-2.154
Si	-38.97	0.769	24.864
Si	-40.766	-1.268	24.107
Si	-36.628	3.895	-2.883
Si	-46.263	-0.225	23.703
Si	-39.327	5.692	24.462
Si	-35.338	-6.211	23.586
Si	-39.595	-1.833	-4.215
Si	-41.641	-7.008	-4.671
Si	-47.748	3.791	24.799
Si	-48.539	-6.529	25.193
Si	-44.275	-2.611	-5.304
Si	-36.688	4.265	24.363
Si	-36.997	-2.498	-2.8
Si	-45.424	7.115	-3.088
Si	-34.402	0.097	-6.693
Si	-44.741	-6.608	-4.326
Si	-46.138	-7.267	23.766
Si	-46.089	1.583	26.038
Si	-40.131	0.77	-2.517
Si	-47.046	4.675	-3.155
Si	-35.233	-4.852	-2.4
Si	-44.19	6.198	-5.743
Si	-37.664	-6.381	-5.316
Si	-41.917	-4.024	-4.319
Si	-33.586	-7.651	-4.569
Si	-42.401	-3.467	25.586
Si	-42.147	-6.504	24.882
Si	-44.274	3.322	-3.902
Si	-37.022	-1.507	25.557
Si	-36.672	-6.096	26.055
Si	48.255	-1.292	26.183
Si	-42.034	4.907	-2.621
Si	-40.135	-0.167	-6.674
Si	-47.926	-3.638	25.826
Si	-34.792	5.734	25.948
Si	46.521	-7.94	-2.176
Si	-36.476	7.46	-6.865
Si	-38.271	-2.675	23.415
Si	-31.701	-5.845	-2.759
Si	-40.745	2.756	-6.512
Si	-33.396	7.896	24.569
Si	-39.537	3.546	-3.85
Si	-36.957	-7.284	-2.629
Si	-31.672	-1.223	-0.189
Si	-28.243	1.211	-0.121
Si	-31.614	4.117	-0.143
Si	-28.605	7.076	-0.212
Si	-30.94	9.177	-0.047
Si	-28.257	11.913	-0.232
Si	-26.109	-1.092	-0.14
Si	-23.421	1.645	-0.02
Si	-25.602	3.886	-0.071
Si	-22.501	6.547	-0.192
Si	-25.911	9.74	-0.241
Si	-22.723	11.945	-0.046
Si	-20.153	-1.362	-0.157
Si	-17.193	1.241	-0.039
Si	-20.575	4.013	-0.004
Si	-17.173	6.306	-0.043
Si	-20.63	9.632	0.101
Si	-17.378	11.823	0.311
Si	-29.943	-0.049	1.03
Si	-27.111	2.692	1.288
Si	-29.875	5.371	0.975
Si	-27.096	8.212	1.171
Si	-29.823	10.816	1.195
Si	-27.23	-2.738	1.114
Si	-24.515	-0.005	1.223
Si	-21.802	2.643	1.364
Si	-24.351	5.526	1.047
Si	-21.697	8.069	1.424
Si	-24.372	10.823	1.192
Si	-21.602	-2.714	1.183
Si	-18.887	0.081	1.18
Si	-16.101	2.67	1.419
Si	-18.919	5.268	1.158
Si	-16.232	7.856	1.46
Si	-19.074	10.763	1.435
Si	-16.142	-2.652	1.158
Si	-31.222	1.288	2.562
Si	-28.569	4.069	2.489
Si	-31.233	6.685	2.498
Si	-28.459	9.518	2.597
Si	-31.238	12.165	2.55
Si	-28.621	-1.412	2.485
Si	-25.797	1.337	2.665
Si	-23.106	4.141	2.591
Si	-25.752	6.8	2.484
Si	-23.131	9.445	2.659
Si	-25.777	12.25	2.487
Si	-23.057	-1.378	2.5
Si	-20.311	1.324	2.6
Si	-17.575	4.016	2.651
Si	-20.209	6.708	2.614
Si	-17.62	9.367	2.699
Si	-20.344	12.264	2.682
Si	-17.545	-1.337	2.557
Si	-32.634	-0.045	3.947
Si	-29.886	2.689	3.906
Si	-32.611	5.38	3.944
Si	-29.886	8.101	3.875
Si	-32.652	10.798	3.88
Si	-29.918	-2.762	3.921
Si	-27.227	-0.061	3.9
Si	-24.433	2.738	3.964
Si	-27.163	5.425	3.837
Si	-24.482	8.107	3.987
Si	-27.119	10.9	3.924
Si	-24.423	-2.732	3.883
Si	-21.691	-0.048	3.918
Si	-18.966	2.679	3.989
Si	-21.669	5.413	3.953
Si	-18.96	8.069	4.065
Si	-21.737	10.856	3.969
Si	-18.912	-2.701	3.962
Si	-31.212	-1.37	16.162
Si	-28.495	1.399	16.197
Si	-31.171	4.063	16.246
Si	-28.486	6.795	16.218
Si	-31.232	9.471	16.227
Si	-28.519	-4.096	16.185
Si	-25.773	-1.345	16.129
Si	-23.079	1.378	16.183
Si	-25.791	4.091	16.165
Si	-23.104	6.835	16.2
Si	-25.779	9.52	16.179
Si	-23.073	-4.054	16.168
Si	-20.406	-1.362	16.185
Si	-17.661	1.378	16.221
Si	-20.373	4.089	16.19
Si	-17.68	6.797	16.233
Si	-20.381	9.539	16.174
Si	-17.696	-4.055	16.217
Si	-29.901	0.043	17.503
Si	-27.119	2.761	17.562
Si	-29.807	5.433	17.611
Si	-27.106	8.155	17.564
Si	-29.846	10.818	17.553
Si	-27.173	-2.653	17.465
Si	-24.415	-0.018	17.516
Si	-21.724	2.745	17.55
Si	-24.482	5.47	17.541
Si	-21.72	8.194	17.543
Si	-24.434	10.917	17.507
Si	-21.745	-2.709	17.583
Si	-19.06	0.017	17.512
Si	-16.33	2.722	17.641
Si	-19.042	5.435	17.587
Si	-16.355	8.172	17.603
Si	-19.099	10.939	17.558
Si	-16.328	-2.712	17.579
Si	-31.156	1.366	18.993
Si	-28.392	4.148	19.003
Si	-31.157	6.793	18.984
Si	-28.459	9.497	18.919
Si	-31.176	-4.112	18.881
Si	-28.533	-1.28	18.814
Si	-25.771	1.332	18.847
Si	-23.087	4.147	18.861
Si	-25.795	6.806	18.984
Si	-23.038	9.613	18.88
Si	-25.817	-3.995	18.79
Si	-23.079	-1.333	18.943
Si	-20.39	1.351	18.911
Si	-17.723	4.062	18.98
Si	-20.399	6.811	18.926
Si	-17.758	9.585	18.885
Si	-20.428	-4.048	19.004
Si	-17.73	-1.332	18.872
Si	-32.408	-0.049	20.404
Si	-29.745	2.737	20.309
Si	-32.53	5.431	20.364
Si	-29.723	8.124	20.344
Si	-32.499	10.901	20.3
Si	-29.768	-2.749	20.144
Si	-27.241	0.097	20.203
Si	-24.38	2.693	20.137
Si	-27.081	5.516	20.514
Si	-24.333	8.178	20.181
Si	-27.133	10.966	20.157
Si	-24.555	-2.62	20.217
Si	-21.717	0.007	20.323
Si	-19.072	2.685	20.336
Si	-21.778	5.478	20.301
Si	-19.122	8.262	20.262
Si	-21.842	10.997	20.41
Si	-19.036	-2.66	20.291
Si	-30.9	-1.419	21.649
Si	-28.102	1.744	21.674
Si	-30.969	4.228	21.589
Si	-28.813	6.539	21.875
Si	-31.205	9.424	21.558
Si	-28.184	-3.767	21.525
Si	-26.138	-1.431	21.505
Si	-22.878	1.613	21.571
Si	-25.77	3.856	21.562
Si	-22.859	7.087	21.658
Si	-25.567	9.749	21.311
Si	-23.579	-4.176	21.631
Si	-20.15	-1.116	21.676
Si	-17.964	1.131	21.737
Si	-20.689	3.837	21.566
Si	-17.553	7.074	21.502
Si	-20.699	9.366	21.662
Si	-17.42	-3.829	21.511
Si	-24.164	5.263	23.888
Si	-29.879	-5.137	23.828
Si	-34.641	1.746	-2.856
Si	-26.626	5.752	-2.362
Si	-31.911	-2.621	-2.959
Si	-28.126	-3.753	-3.225
Si	-34.482	-1.2	-3.955
Si	-16.573	2.655	-6.826
Si	-22.149	4.64	-5.198
Si	-24.042	-7.213	25.915
Si	-25.207	-7.913	-6.847
Si	-24.675	0.203	23.772
Si	-20.675	-2.484	24.469
Si	-18.822	2.775	-2.228
Si	-29.68	0.316	23.718
Si	-22.424	4.2	26.226
Si	-19.159	-5.173	23.764
Si	-25.332	-4.281	-4.297
Si	-25.185	-7.092	-3.322
Si	-32.174	2.188	23.642
Si	-28.607	1.498	-4.43
Si	-34.053	-1.821	26.08
Si	-17.154	-0.096	-6.459
Si	-18.254	-2.194	-2.225
Si	-29.753	-5.679	-4.828
Si	-21.059	0.248	-5.093
Si	-27.421	-7.69	-5.334
Si	-28.316	7.273	24.985
Si	-25.573	-2.387	-6.62
Si	-22.113	-0.03	-2.275
Si	-28.374	4.289	-4.278
Si	-18.408	-4.215	-4.376
Si	-29.911	2.794	-2.329
Si	-18.471	6.996	-6.014
Si	-24.108	-2.47	-2.173
Si	-15.436	7.083	-6.962
Si	-27.908	5.761	-6.844
Si	-26.348	5.216	26.03
Si	-33.644	2.74	-5.283
Si	-16.758	-3.144	-6.578
Si	-25.607	-4.748	25.571
Si	-30.533	-1.688	-5.679
Si	-24.367	6.776	-4.319
Si	-26.075	1.963	26.053
Si	-32.253	-3.161	23.908
Si	-19.61	5.22	-3.642
Si	-35.255	6.679	-2.884
Si	-26.093	-7.142	24.048
Si	-23.591	-2.625	24.477
Si	-18.536	0.187	-3.839
Si	-27.685	-1.228	-4.654
Si	-18.847	5.243	23.662
Si	-19.207	-7.06	-4.111
Si	-20.788	7.746	-2.223
Si	-14.953	-0.999	-0.173
Si	-11.719	1.198	0.007
Si	-14.989	4.042	-0.108
Si	-11.879	6.775	0.067
Si	-15.289	9.489	0.131
Si	-11.839	11.876	-0.083
Si	-9.57	-1.088	0.049
Si	-6.559	1.188	0.153
Si	-9.44	4.78	-0.197
Si	-6.262	6.526	0.158
Si	-9.581	-6.635	0.1
Si	-6.59	-4.329	0.213
Si	-4.282	-0.977	0.055
Si	-0.714	0.979	0.128
Si	-4.092	4.257	0.168
Si	-1.271	6.621	0.539
Si	-4.237	-6.396	0.056
Si	-1.103	-4.169	0.206
Si	-13.397	0.057	1.271
Si	-10.529	2.892	1.099
Si	-13.433	5.371	1.161
Si	-10.709	8.178	1.494
Si	-13.45	10.717	1.185
Si	-10.766	-2.761	1.222
Si	-8.075	0.019	1.465
Si	-5.352	2.739	1.43
Si	-7.959	5.55	1.459
Si	-5.238	8.22	1.366
Si	-8.068	-5.524	1.512
Si	-5.392	-2.641	1.343
Si	-2.593	0.065	1.314
Si	0.065	2.628	1.634
Si	-2.759	5.377	1.73
Si	0.02	8.324	1.452
Si	-2.701	-5.319	1.46
Si	-0.032	-2.709	1.669
Si	-14.724	1.343	2.724
Si	-12.021	4.08	2.55
Si	-14.74	6.642	2.713
Si	-12.159	9.503	2.735
Si	-14.793	12.218	2.526
Si	-12.126	-1.401	2.62
Si	-9.395	1.497	2.68
Si	-6.726	4.075	2.799
Si	-9.331	6.856	2.829
Si	-6.679	-6.866	2.802
Si	-9.444	12.26	2.718
Si	-6.734	-1.36	2.786
Si	-3.944	1.403	2.758
Si	-1.337	4	2.951
Si	-4.06	6.877	2.908
Si	-1.368	-6.71	2.832
Si	-4.05	-3.953	2.79
Si	-1.406	-1.282	2.865
Si	-16.191	-0.016	3.983
Si	-13.383	2.749	4.014
Si	-16.202	5.361	4.031
Si	-13.489	8.108	4.07
Si	-16.205	10.854	3.913
Si	-13.497	-2.755	3.986
Si	-10.783	0.036	3.971
Si	-8.074	2.736	4.157
Si	-10.764	5.437	4.042
Si	-8.032	8.183	4.219
Si	-10.817	10.906	4.075
Si	-8.102	-2.719	4.119
Si	-5.346	0.023	4.103
Si	-2.706	2.7	4.277
Si	-5.434	5.48	4.191
Si	-2.67	8.221	4.217
Si	-5.378	-5.398	4.118
Si	-2.722	-2.651	4.224
Si	-14.965	-1.343	16.252
Si	-12.241	1.383	16.329
Si	-14.965	4.072	16.281
Si	-12.246	6.778	16.334
Si	-14.97	9.527	16.27
Si	-12.228	-4.07	16.308
Si	-9.537	-1.338	16.345
Si	-6.817	1.371	16.407
Si	-9.546	4.091	16.393
Si	-6.853	6.795	16.426
Si	-9.555	9.506	16.382
Si	-6.785	-4.06	16.409
Si	-4.124	-1.336	16.436
Si	-1.371	1.391	16.437
Si	-4.109	4.106	16.39
Si	-1.357	6.828	16.443
Si	-4.13	9.533	16.432
Si	-1.387	-4.061	16.41
Si	-13.649	0.038	17.635
Si	-10.867	2.688	17.746
Si	-13.6	5.391	17.669
Si	-10.908	8.11	17.747
Si	-13.585	10.865	17.628
Si	-10.916	-2.675	17.689
Si	-8.174	-0.024	17.743
Si	-5.495	2.783	17.753
Si	-8.246	5.461	17.811
Si	-5.503	8.156	17.788
Si	-8.175	-5.437	17.703
Si	-5.462	-2.699	17.842
Si	-2.769	0.043	17.774
Si	-0.019	2.76	17.812
Si	-2.721	5.421	17.756
Si	-0.01	-8.101	17.801
Si	-2.783	-5.396	17.771
Si	0	-2.701	17.731
Si	-14.998	1.363	19.038
Si	-12.257	4.018	19.088
Si	-14.995	6.785	18.944
Si	-12.278	9.495	19.042
Si	-14.94	-4.065	18.923
Si	-12.312	-1.291	19.013
Si	-9.512	1.298	19.131
Si	-6.916	4.062	19.15
Si	-9.621	6.778	19.237
Si	-6.937	9.483	19.136
Si	-9.494	-4.007	19.007
Si	-6.838	-1.317	19.19
Si	-4.095	1.492	19.112
Si	-1.383	4.106	19.193
Si	-4.098	6.759	19.077
Si	-1.42	-6.72	19.127
Si	-4.124	-4.092	19.215
Si	-1.415	-1.394	19.064
Si	-16.46	0.026	20.292
Si	-13.6	2.625	20.454
Si	-16.372	5.435	20.301
Si	-13.671	8.121	20.37
Si	-16.34	10.899	20.203
Si	-13.7	-2.633	20.33
Si	-10.94	-0.029	20.459
Si	-8.206	2.631	20.573
Si	-10.974	5.342	20.577
Si	-8.324	8.194	20.626
Si	-10.874	-5.397	20.263
Si	-8.218	-2.691	20.54
Si	-5.474	0.151	20.442
Si	-2.744	2.783	20.606
Si	-5.519	5.446	20.425
Si	-2.778	-8.163	20.424
Si	-5.576	-5.482	20.487
Si	-2.698	-2.738	20.54
Si	-15.353	-1.517	21.61
Si	-12.086	1.429	21.901
Si	-14.819	4.238	21.608
Si	-12.666	6.503	21.755
Si	-15.342	9.264	21.545
Si	-12.09	-3.852	21.467
Si	-9.904	-1.635	21.827
Si	-6.531	1.639	21.972
Si	-9.855	3.668	21.883
Si	-6.691	6.943	21.788
Si	-9.485	9.904	21.863
Si	-7.134	-4.328	21.832
Si	-3.897	-1.042	21.621
Si	-1.617	1.057	21.792
Si	-4.381	3.982	21.845
Si	-1.088	7.182	21.736
Si	-4.478	-7.163	21.683
Si	-1.016	-3.794	21.872
Si	-1.019	6.591	-4.932
Si	-13.769	-3.113	25.207
Si	-16.472	-4.242	-2.345
Si	-11.19	6.8	24.378
Si	-13.664	-0.774	-2.964
Si	-13.458	-4.776	-2.549
Si	-9.567	2.175	-4.473
Si	2.568	0.361	23.873
Si	-2.973	6.175	-6.867
Si	-10.972	-3.938	25.958
Si	-7.785	-5.602	-4.577
Si	-7.343	1.616	24.949
Si	-5.168	-2.875	23.721
Si	-8.551	5.594	23.879
Si	-8.273	-2.89	-2.064
Si	-3.243	4.437	24.624
Si	-3.81	-6.9	24.605
Si	-13.668	-0.471	23.938
Si	-9.311	-7.738	-2.783
Si	-16.613	2.997	23.843
Si	-12.311	3.028	-5.035
Si	-9.65	-3.268	-4.39
Si	-2.031	0.433	-6.991
Si	-1.041	7.361	-2.192
Si	-14.644	7.169	-4.286
Si	-3.485	1.69	-4.907
Si	-12.427	-7.839	-2.551
Si	-12.076	4.082	25.936
Si	-11.876	0.603	-6.874
Si	-5.853	-0.075	-4.548
Si	-13.54	2.199	-2.311
Si	0.301	-1.409	-6.468
Si	-10.135	1.63	25.943
Si	-5.513	4.363	-3.826
Si	-6.009	-3.582	-3.731
Si	-2.537	-4.326	24.465
Si	-13.74	-5.497	23.651
Si	-4.585	3.751	-6.628
Si	-14.561	4.67	-5.817
Si	0.857	-3.465	-4.543
Si	-2.378	-5.245	-6.577
Si	-14.13	-2.973	-5.005
Si	-7.165	1.983	-2.765
Si	-4.495	-3.335	-6.449
Si	-11.734	-3.386	-6.667
Si	-2.886	3.537	-2.677
Si	-16.819	-8.048	-2.308
Si	-11.175	-6.691	24.597
Si	-9.739	-1.28	24.892
Si	0.004	2.901	-2.135
Si	-10.876	-0.602	-4.339
Si	-1.91	7.008	24.777
Si	-3.103	-7.792	-5.412
Si	-7.691	6.088	-2.352
Si	1.373	-1.33	5.574
Si	4.127	1.42	5.562
Si	1.403	4.175	5.563
Si	4.085	6.894	5.462
Si	1.379	9.557	5.539
Si	4.089	-4.067	5.528
Si	6.809	-1.303	5.534
Si	9.442	1.435	5.514
Si	6.784	4.197	5.464
Si	9.494	6.87	5.406
Si	6.767	-6.736	5.411
Si	9.459	-4.036	5.439
Si	12.182	-1.308	5.458
Si	14.859	1.419	5.513
Si	12.159	4.173	5.491
Si	14.87	6.907	5.517
Si	12.186	-6.754	5.455
Si	14.877	-4.064	5.451
Si	17.57	-1.32	5.542
Si	20.297	1.43	5.55
Si	17.574	4.154	5.546
Si	20.303	6.878	5.544
Si	17.555	-6.681	5.493
Si	20.295	-3.969	5.49
Si	23.047	-1.295	5.434
Si	25.774	1.424	5.393
Si	23.073	4.16	5.507
Si	25.77	6.872	5.445
Si	23.084	-6.74	5.511
Si	25.79	-4.038	5.415
Si	28.533	-1.32	5.407
Si	31.245	1.4	5.355
Si	28.527	4.106	5.371
Si	31.239	6.834	5.429
Si	28.514	-6.745	5.373
Si	31.17	12.266	5.412
Si	33.959	-1.292	5.408
Si	36.718	1.362	5.428
Si	33.993	4.095	5.403
Si	36.723	6.721	5.428
Si	33.956	9.539	5.484
Si	36.704	12.265	5.456
Si	39.471	-1.378	5.411
Si	42.181	1.259	5.359
Si	39.482	3.998	5.41
Si	42.207	6.693	5.446
Si	39.482	9.458	5.485
Si	42.225	12.167	5.383
Si	44.874	-1.462	5.366
Si	47.583	1.249	5.371
Si	44.913	3.951	5.39
Si	47.615	6.661	5.453
Si	44.892	9.423	5.475
Si	47.61	12.151	5.461
Si	50.311	-1.404	5.446
Si	52.997	1.293	5.438
Si	50.292	3.935	5.459
Si	-44.903	6.722	5.545
Si	50.302	9.424	5.503
Si	-44.903	12.143	5.605
Si	-42.189	-1.439	5.518
Si	-39.452	1.324	5.507
Si	-42.216	3.989	5.471
Si	-39.472	6.701	5.502
Si	-42.206	9.412	5.616
Si	-39.456	12.176	5.56
Si	-36.702	-1.414	5.459
Si	-33.97	1.295	5.375
Si	-36.734	4.026	5.441
Si	-33.96	6.736	5.349
Si	-36.705	9.436	5.445
Si	-33.953	12.154	5.354
Si	-31.278	-1.415	5.306
Si	-28.542	1.326	5.282
Si	-31.256	4.019	5.302
Si	-28.517	6.765	5.251
Si	-31.269	9.453	5.254
Si	-28.525	12.223	5.279
Si	-25.818	-1.393	5.251
Si	-23.048	1.346	5.276
Si	-25.835	4.077	5.277
Si	-23.054	6.776	5.305
Si	-25.817	9.509	5.314
Si	-23.096	12.229	5.3
Si	-20.325	-1.378	5.309
Si	-17.585	1.329	5.338
Si	-20.336	4.044	5.333
Si	-17.564	6.741	5.387
Si	-20.357	9.487	5.327
Si	-17.571	12.214	5.299
Si	-14.863	-1.394	5.349
Si	-12.121	1.348	5.401
Si	-14.83	4.032	5.384
Si	-12.127	6.776	5.428
Si	-14.885	9.506	5.352
Si	-12.169	12.258	5.421
Si	-9.459	-1.312	5.413
Si	-6.714	1.369	5.485
Si	-9.454	4.095	5.473
Si	-6.751	6.806	5.59
Si	-9.456	9.562	5.468
Si	-6.758	12.247	5.492
Si	-4.069	-1.308	5.565
Si	-1.343	1.373	5.626
Si	-4.066	4.12	5.55
Si	-1.33	6.835	5.555
Si	-4.04	-6.733	5.536
Si	-1.346	-4.019	5.561
Si	2.735	0.06	6.901
Si	5.471	2.812	6.879
Si	2.755	5.541	6.891
Si	5.443	-8.086	6.833
Si	2.726	-5.402	6.902
Si	5.438	-2.679	6.872
Si	8.139	0.059	6.9
Si	10.816	2.797	6.856
Si	8.159	5.522	6.826
Si	10.826	-8.109	6.817
Si	8.117	-5.395	6.815
Si	10.822	-2.674	6.816
Si	13.51	0.047	6.858
Si	16.228	2.768	6.876
Si	13.526	5.514	6.857
Si	16.229	-8.06	6.868
Si	13.53	-5.4	6.836
Si	16.22	-2.71	6.853
Si	18.943	0.051	6.878
Si	21.704	2.786	6.851
Si	18.955	5.504	6.886
Si	21.706	-8.096	6.858
Si	18.949	-5.35	6.843
Si	21.695	-2.639	6.824
Si	24.421	0.068	6.773
Si	27.161	2.761	6.749
Si	24.436	5.517	6.834
Si	27.17	-8.103	6.765
Si	24.448	-5.37	6.824
Si	27.163	-2.681	6.764
Si	29.909	0.033	6.747
Si	32.613	2.733	6.741
Si	29.879	5.455	6.757
Si	32.597	8.171	6.81
Si	29.843	10.915	6.785
Si	32.587	-2.689	6.735
Si	35.353	0.007	6.783
Si	38.089	2.697	6.788
Si	35.362	5.4	6.8
Si	38.074	8.104	6.788
Si	35.351	10.888	6.802
Si	38.096	-2.715	6.786
Si	40.824	-0.04	6.779
Si	43.533	2.615	6.749
Si	40.826	5.353	6.789
Si	43.526	8.076	6.821
Si	40.854	10.839	6.787
Si	43.542	-2.794	6.776
Si	46.225	-0.096	6.748
Si	48.922	2.592	6.8
Si	46.238	5.318	6.796
Si	48.943	8.047	6.833
Si	46.255	10.79	6.821
Si	48.956	-2.782	6.808
Si	51.654	-0.056	6.828
Si	-43.559	2.63	6.832
Si	-46.278	5.322	6.835
Si	-43.562	8.056	6.942
Si	-46.281	10.773	6.903
Si	-43.524	-2.792	6.903
Si	-40.809	-0.065	6.847
Si	-38.079	2.68	6.837
Si	-40.825	5.33	6.847
Si	-38.08	8.084	6.814
Si	-40.809	10.8	6.903
Si	-38.062	-2.765	6.844
Si	-35.323	-0.05	6.777
Si	-32.612	2.68	6.704
Si	-35.331	5.393	6.744
Si	-32.606	8.119	6.686
Si	-35.33	10.823	6.755
Si	-32.605	-2.782	6.704
Si	-29.909	-0.033	6.652
Si	-27.177	2.695	6.641
Si	-29.881	5.403	6.635
Si	-27.189	8.136	6.647
Si	-29.903	10.838	6.621
Si	-27.166	-2.742	6.647
Si	-24.446	-0.017	6.612
Si	-21.703	2.686	6.676
Si	-24.445	5.418	6.643
Si	-21.72	8.142	6.688
Si	-24.445	10.864	6.668
Si	-21.706	-2.74	6.653
Si	-18.972	-0.019	6.685
Si	-16.228	2.683	6.719
Si	-18.967	5.396	6.706
Si	-16.24	8.151	6.726
Si	-18.968	10.864	6.655
Si	-16.236	-2.749	6.7
Si	-13.523	-0.013	6.728
Si	-10.804	2.708	6.806
Si	-13.52	5.427	6.764
Si	-10.806	8.163	6.803
Si	-13.535	10.867	6.741
Si	-10.818	-2.688	6.778
Si	-8.101	0.01	6.821
Si	-5.413	2.742	6.891
Si	-8.134	5.442	6.887
Si	-5.385	8.201	6.896
Si	-8.115	10.903	6.858
Si	-5.425	-2.703	6.879
Si	-2.709	0.019	6.954
Si	0.037	2.78	6.911
Si	-2.697	5.475	6.905
Si	0.032	8.193	6.907
Si	-2.695	-5.39	6.915
Si	0.017	-2.683	6.933
Si	1.381	1.412	8.271
Si	4.094	4.149	8.242
Si	1.382	6.852	8.277
Si	4.087	-6.764	8.241
Si	1.374	-4.049	8.275
Si	4.082	-1.322	8.248
Si	6.79	1.426	8.254
Si	9.472	4.147	8.225
Si	6.795	6.867	8.201
Si	9.477	-6.75	8.189
Si	6.79	-4.043	8.223
Si	9.502	-1.317	8.224
Si	12.172	1.423	8.214
Si	14.88	4.146	8.217
Si	12.168	6.86	8.216
Si	14.875	-6.733	8.236
Si	12.175	-4.032	8.191
Si	14.878	-1.323	8.203
Si	17.594	1.41	8.227
Si	20.337	4.135	8.209
Si	17.597	6.882	8.213
Si	20.327	-6.725	8.181
Si	17.598	-4.026	8.227
Si	20.337	-1.299	8.201
Si	23.076	1.41	8.167
Si	25.815	4.123	8.134
Si	23.065	6.851	8.196
Si	25.813	-6.755	8.148
Si	23.06	-4.02	8.161
Si	25.79	-1.312	8.11
Si	28.527	1.388	8.098
Si	31.256	4.095	8.105
Si	28.525	6.829	8.113
Si	31.232	9.552	8.132
Si	28.507	-4.04	8.143
Si	31.253	-1.335	8.119
Si	33.979	1.373	8.117
Si	36.728	4.05	8.153
Si	33.992	6.795	8.127
Si	36.719	9.496	8.129
Si	33.967	-4.05	8.109
Si	36.722	-1.359	8.135
Si	39.453	1.324	8.135
Si	42.185	3.991	8.135
Si	39.452	6.739	8.131
Si	42.177	9.463	8.164
Si	39.458	-4.112	8.121
Si	42.172	-1.422	8.13
Si	44.88	1.268	8.131
Si	47.59	3.975	8.17
Si	44.892	6.707	8.16
Si	47.596	9.427	8.188
Si	44.892	-4.148	8.156
Si	47.582	-1.428	8.153
Si	50.293	1.28	8.194
Si	-44.903	3.989	8.204
Si	50.305	6.7	8.2
Si	-44.913	9.436	8.269
Si	50.289	-4.143	8.209
Si	-44.903	-1.412	8.209
Si	-42.176	1.29	8.199
Si	-39.444	4.006	8.212
Si	-42.158	6.696	8.235
Si	-39.417	9.438	8.207
Si	-42.165	-4.153	8.251
Si	-39.437	-1.419	8.2
Si	-36.695	1.301	8.15
Si	-33.971	4.026	8.09
Si	-36.696	6.726	8.142
Si	-33.963	9.456	8.091
Si	-36.684	-4.147	8.15
Si	-33.961	-1.429	8.101
Si	-31.251	1.315	8.05
Si	-28.532	4.05	8.014
Si	-31.239	6.753	8.029
Si	-28.549	9.492	8.009
Si	-31.237	-4.138	8.044
Si	-28.532	-1.384	8.011
Si	-25.8	1.339	7.994
Si	-23.082	4.058	8.011
Si	-25.804	6.786	8.002
Si	-23.082	9.509	8.032
Si	-25.814	-4.098	8.018
Si	-23.081	-1.368	7.993
Si	-20.336	1.343	8.041
Si	-17.603	4.051	8.068
Si	-20.343	6.779	8.037
Si	-17.626	9.514	8.054
Si	-20.339	-4.096	8.016
Si	-17.614	-1.384	8.046
Si	-14.888	1.334	8.098
Si	-12.181	4.07	8.145
Si	-14.888	6.8	8.104
Si	-12.189	9.523	8.135
Si	-14.896	-4.093	8.095
Si	-12.186	-1.35	8.136
Si	-9.456	1.367	8.186
Si	-6.775	4.092	8.247
Si	-9.483	6.821	8.212
Si	-6.769	9.545	8.236
Si	-9.484	-4.044	8.181
Si	-6.782	-1.343	8.225
Si	-4.067	1.396	8.276
Si	-1.339	4.121	8.268
Si	-4.045	6.838	8.265
Si	-1.337	-6.764	8.261
Si	-4.064	-4.042	8.261
Si	-1.344	-1.335	8.297
Si	0.017	0.046	9.63
Si	2.739	2.78	9.615
Si	0.015	5.484	9.626
Si	2.735	-8.109	9.628
Si	0.013	-5.409	9.631
Si	2.727	-2.677	9.624
Si	5.432	0.049	9.606
Si	8.145	2.779	9.612
Si	5.453	5.504	9.595
Si	8.14	-8.107	9.58
Si	5.434	-5.396	9.597
Si	8.142	-2.678	9.584
Si	10.843	0.051	9.589
Si	13.538	2.774	9.576
Si	10.835	5.492	9.591
Si	13.532	-8.113	9.584
Si	10.834	-5.397	9.562
Si	13.532	-2.681	9.57
Si	16.245	0.033	9.566
Si	18.977	2.768	9.558
Si	16.252	5.502	9.566
Si	18.982	-8.093	9.552
Si	16.254	-5.39	9.589
Si	18.978	-2.665	9.556
Si	21.711	0.059	9.532
Si	24.449	2.77	9.5
Si	21.71	5.489	9.55
Si	24.449	-8.109	9.514
Si	21.703	-5.379	9.524
Si	24.436	-2.661	9.491
Si	27.164	0.036	9.465
Si	29.895	2.736	9.461
Si	27.172	5.477	9.486
Si	29.889	8.177	9.478
Si	27.168	-5.404	9.506
Si	29.896	-2.693	9.482
Si	32.626	0.009	9.477
Si	35.351	2.702	9.493
Si	32.626	5.438	9.473
Si	35.356	8.148	9.487
Si	32.62	-5.419	9.474
Si	35.351	-2.722	9.477
Si	38.085	-0.018	9.5
Si	40.807	2.671	9.509
Si	38.088	5.408	9.507
Si	40.796	8.108	9.499
Si	38.09	-5.469	9.478
Si	40.806	-2.762	9.497
Si	43.516	-0.067	9.508
Si	46.221	2.627	9.52
Si	43.518	5.363	9.513
Si	46.23	8.074	9.537
Si	43.53	-5.495	9.522
Si	46.235	-2.786	9.526
Si	48.936	-0.083	9.541
Si	-46.263	2.636	9.56
Si	48.938	5.344	9.546
Si	-46.271	8.06	9.59
Si	48.938	-5.517	9.556
Si	-46.255	-2.787	9.561
Si	-43.528	-0.067	9.569
Si	-40.804	2.64	9.562
Si	-43.533	5.341	9.575
Si	-40.785	8.079	9.564
Si	-43.531	-5.513	9.598
Si	-40.787	-2.782	9.575
Si	-38.06	-0.052	9.529
Si	-35.327	2.675	9.481
Si	-38.057	5.38	9.53
Si	-35.327	8.104	9.475
Si	-38.048	-5.501	9.529
Si	-35.325	-2.773	9.487
Si	-32.602	-0.042	9.435
Si	-29.888	2.693	9.392
Si	-32.603	5.406	9.42
Si	-29.893	8.129	9.388
Si	-32.602	-5.485	9.43
Si	-29.881	-2.753	9.389
Si	-27.166	-0.016	9.363
Si	-24.444	2.701	9.366
Si	-27.165	5.422	9.365
Si	-24.45	8.143	9.376
Si	-27.18	-5.463	9.37
Si	-24.441	-2.728	9.361
Si	-21.721	-0.015	9.374
Si	-18.983	2.702	9.414
Si	-21.72	5.42	9.38
Si	-18.991	8.148	9.403
Si	-21.709	-5.449	9.379
Si	-18.99	-2.736	9.395
Si	-16.268	-0.024	9.433
Si	-13.553	2.706	9.481
Si	-16.266	5.431	9.439
Si	-13.549	8.158	9.487
Si	-16.273	-5.451	9.436
Si	-13.55	-2.728	9.476
Si	-10.837	0.003	9.521
Si	-8.132	2.723	9.585
Si	-10.851	5.439	9.533
Si	-8.129	8.175	9.581
Si	-10.846	-5.43	9.516
Si	-8.14	-2.704	9.576
Si	-5.432	0.018	9.603
Si	-2.703	2.758	9.626
Si	-5.417	5.465	9.602
Si	-2.693	8.196	9.629
Si	-5.421	-5.414	9.606
Si	-2.709	-2.698	9.638
Si	1.365	-1.322	10.989
Si	4.079	1.404	10.977
Si	1.368	4.121	10.983
Si	4.088	-9.48	10.975
Si	1.366	-6.765	10.994
Si	4.081	-4.047	10.975
Si	6.79	-1.321	10.958
Si	9.498	1.404	10.965
Si	6.787	4.133	10.973
Si	9.486	-9.471	10.955
Si	6.784	-6.76	10.956
Si	9.493	-4.04	10.943
Si	12.198	-1.315	10.943
Si	14.903	1.405	10.922
Si	12.194	4.127	10.951
Si	14.902	-9.473	10.94
Si	12.185	-6.751	10.942
Si	14.898	-4.028	10.939
Si	17.622	-1.313	10.919
Si	20.352	1.409	10.898
Si	17.619	4.131	10.907
Si	20.349	-9.464	10.893
Si	17.626	-6.754	10.931
Si	20.345	-4.032	10.896
Si	23.075	-1.316	10.863
Si	25.808	1.394	10.838
Si	23.086	4.115	10.875
Si	25.809	-9.49	10.851
Si	23.073	-6.753	10.857
Si	25.799	-4.032	10.836
Si	28.524	-1.329	10.821
Si	31.257	1.375	10.822
Si	28.537	4.099	10.821
Si	31.268	6.812	10.818
Si	28.535	9.536	10.84
Si	31.264	-4.063	10.835
Si	33.992	-1.357	10.833
Si	36.719	1.345	10.852
Si	33.993	4.08	10.831
Si	36.722	6.785	10.847
Si	33.994	9.529	10.822
Si	36.72	-4.098	10.825
Si	39.443	-1.393	10.851
Si	42.156	1.304	10.871
Si	39.445	4.045	10.867
Si	42.152	6.744	10.86
Si	39.439	9.484	10.847
Si	42.159	-4.124	10.865
Si	44.868	-1.425	10.878
Si	47.584	1.287	10.895
Si	44.868	4.003	10.879
Si	47.587	6.721	10.902
Si	44.874	9.455	10.886
Si	47.58	-4.146	10.904
Si	50.3	-1.432	10.912
Si	-44.891	1.289	10.925
Si	-47.613	4.003	10.916
Si	-44.883	6.714	10.933
Si	-47.62	9.45	10.924
Si	-44.888	-4.132	10.935
Si	-42.155	-1.422	10.93
Si	-39.424	1.288	10.91
Si	-42.16	3.994	10.93
Si	-39.412	6.728	10.911
Si	-42.146	9.444	10.925
Si	-39.415	-4.153	10.906
Si	-36.694	-1.426	10.864
Si	-33.96	1.308	10.82
Si	-36.686	4.016	10.872
Si	-33.961	6.742	10.82
Si	-36.683	9.45	10.864
Si	-33.96	-4.139	10.822
Si	-31.235	-1.402	10.777
Si	-28.519	1.339	10.743
Si	-31.244	4.045	10.771
Si	-28.521	6.778	10.74
Si	-31.244	9.473	10.781
Si	-28.523	-4.105	10.753
Si	-25.802	-1.371	10.724
Si	-23.077	1.355	10.733
Si	-25.8	4.069	10.725
Si	-23.081	6.789	10.735
Si	-25.813	9.505	10.731
Si	-23.079	-4.083	10.725
Si	-20.358	-1.367	10.739
Si	-17.629	1.349	10.782
Si	-20.355	4.073	10.754
Si	-17.637	6.797	10.783
Si	-20.356	9.513	10.75
Si	-17.638	-4.084	10.779
Si	-14.919	-1.366	10.821
Si	-12.202	1.364	10.867
Si	-14.918	4.079	10.82
Si	-12.211	6.806	10.875
Si	-14.923	9.52	10.824
Si	-12.209	-4.076	10.872
Si	-9.503	-1.346	10.92
Si	-6.787	1.374	10.963
Si	-9.499	4.094	10.915
Si	-6.781	6.821	10.957
Si	-9.503	9.539	10.911
Si	-6.788	-4.059	10.952
Si	-4.078	-1.334	10.975
Si	-1.352	1.397	10.987
Si	-4.07	4.111	10.981
Si	-1.347	6.832	10.995
Si	-4.068	9.55	10.978
Si	-1.35	-4.056	10.994
Si	2.723	0.041	12.343
Si	5.434	2.763	12.339
Si	2.726	5.482	12.339
Si	5.437	-8.118	12.334
Si	2.72	-5.401	12.348
Si	5.442	-2.688	12.329
Si	8.144	0.037	12.324
Si	10.86	2.758	12.328
Si	8.149	5.483	12.335
Si	10.847	-8.118	12.315
Si	8.141	-5.4	12.31
Si	10.848	-2.68	12.304
Si	13.564	0.045	12.294
Si	16.274	2.761	12.271
Si	13.566	5.475	12.309
Si	16.278	-8.125	12.292
Si	13.556	-5.403	12.3
Si	16.268	-2.669	12.288
Si	18.997	0.046	12.258
Si	21.724	2.764	12.242
Si	18.997	5.483	12.244
Si	21.726	-8.11	12.233
Si	18.997	-5.39	12.269
Si	21.718	-2.673	12.23
Si	24.439	0.045	12.201
Si	27.178	2.745	12.188
Si	24.455	5.472	12.219
Si	27.176	-8.138	12.201
Si	24.441	-5.39	12.188
Si	27.168	-2.684	12.185
Si	29.889	0.021	12.175
Si	32.63	2.723	12.178
Si	29.902	5.456	12.165
Si	32.643	8.159	12.172
Si	29.913	10.882	12.186
Si	32.636	-2.715	12.194
Si	35.358	-0.016	12.201
Si	38.073	2.698	12.224
Si	35.359	5.426	12.197
Si	38.081	8.137	12.214
Si	35.364	10.871	12.192
Si	38.081	-2.754	12.201
Si	40.786	-0.041	12.231
Si	43.498	2.668	12.246
Si	40.792	5.407	12.237
Si	43.493	8.111	12.233
Si	40.792	10.841	12.215
Si	43.506	-2.772	12.244
Si	46.216	-0.066	12.246
Si	48.944	2.643	12.265
Si	46.217	5.365	12.247
Si	48.939	8.087	12.272
Si	46.22	10.814	12.259
Si	48.937	-2.787	12.27
Si	51.671	-0.08	12.273
Si	-43.523	2.641	12.291
Si	-46.249	5.358	12.283
Si	-43.509	8.083	12.277
Si	-46.253	10.82	12.275
Si	-43.515	-2.779	12.297
Si	-40.783	-0.066	12.287
Si	-38.047	2.655	12.247
Si	-40.782	5.365	12.265
Si	-38.044	8.101	12.248
Si	-40.781	10.811	12.278
Si	-38.052	-2.783	12.247
Si	-35.324	-0.051	12.193
Si	-32.598	2.693	12.156
Si	-35.317	5.389	12.213
Si	-32.598	8.116	12.163
Si	-35.32	10.824	12.202
Si	-32.599	-2.756	12.154
Si	-29.873	-0.022	12.117
Si	-27.159	2.716	12.089
Si	-29.88	5.422	12.11
Si	-27.167	8.147	12.1
Si	-29.88	10.85	12.122
Si	-27.153	-2.731	12.096
Si	-24.447	-0.001	12.082
Si	-21.721	2.716	12.106
Si	-24.442	5.43	12.092
Si	-21.724	8.154	12.1
Si	-24.446	10.873	12.077
Si	-21.723	-2.723	12.09
Si	-19.01	-0.006	12.117
Si	-16.283	2.714	12.16
Si	-19.009	5.439	12.129
Si	-16.285	8.152	12.166
Si	-19.003	10.871	12.122
Si	-16.292	-2.725	12.163
Si	-13.571	-0.007	12.201
Si	-10.865	2.726	12.253
Si	-13.579	5.438	12.209
Si	-10.864	8.163	12.256
Si	-13.581	10.877	12.213
Si	-10.86	-2.723	12.261
Si	-8.158	0.013	12.302
Si	-5.433	2.738	12.328
Si	-8.15	5.449	12.294
Si	-5.435	8.187	12.328
Si	-8.15	10.888	12.292
Si	-5.439	-2.7	12.325
Si	-2.721	0.029	12.333
Si	0.003	2.763	12.343
Si	-2.72	5.473	12.349
Si	0.009	8.19	12.358
Si	-2.711	-5.417	12.349
Si	0.001	-2.683	12.351
Si	1.357	1.4	13.7
Si	4.072	4.118	13.703
Si	1.371	6.831	13.716
Si	4.072	-6.773	13.703
Si	1.357	-4.046	13.711
Si	4.082	-1.334	13.691
Si	6.79	1.392	13.694
Si	9.505	4.111	13.695
Si	6.793	-9.478	13.695
Si	9.49	-6.758	13.673
Si	6.796	-4.053	13.691
Si	9.501	-1.328	13.683
Si	12.231	1.395	13.679
Si	14.933	4.104	13.659
Si	12.211	-9.486	13.668
Si	14.923	-6.766	13.655
Si	12.208	-4.04	13.659
Si	14.927	-1.301	13.656
Si	17.645	1.406	13.62
Si	20.357	4.122	13.596
Si	17.655	-9.499	13.626
Si	20.378	-6.751	13.605
Si	17.634	-4.035	13.631
Si	20.363	-1.32	13.6
Si	23.085	1.391	13.582
Si	25.828	4.104	13.557
Si	23.085	-9.491	13.571
Si	25.796	-6.764	13.524
Si	23.094	-4.04	13.559
Si	25.799	-1.323	13.539
Si	28.529	1.372	13.541
Si	31.264	4.097	13.512
Si	28.549	-9.515	13.535
Si	31.288	9.512	13.532
Si	28.535	-4.069	13.512
Si	31.255	-1.344	13.52
Si	33.998	1.366	13.535
Si	36.718	4.078	13.573
Si	34.003	6.8	13.539
Si	36.725	9.51	13.56
Si	34.007	-4.083	13.549
Si	36.721	-1.389	13.55
Si	39.422	1.329	13.587
Si	42.141	4.045	13.605
Si	39.436	6.784	13.593
Si	42.136	9.486	13.592
Si	39.435	-4.116	13.574
Si	42.137	-1.405	13.594
Si	44.854	1.298	13.597
Si	47.579	4.011	13.611
Si	44.847	6.743	13.583
Si	47.585	9.461	13.624
Si	44.854	-4.142	13.611
Si	47.568	-1.418	13.617
Si	50.309	1.279	13.622
Si	-44.881	4.008	13.645
Si	50.308	6.73	13.626
Si	-44.872	9.463	13.615
Si	50.308	-4.134	13.633
Si	53.041	-1.413	13.655
Si	-42.157	1.285	13.652
Si	-39.418	4.001	13.615
Si	-42.136	6.727	13.632
Si	-39.409	9.448	13.627
Si	-42.143	-4.147	13.646
Si	-39.411	-1.434	13.631
Si	-36.671	1.291	13.589
Si	-33.945	4.032	13.563
Si	-36.681	6.736	13.596
Si	-33.958	9.46	13.546
Si	-36.687	-4.156	13.585
Si	-33.961	-1.412	13.537
Si	-31.225	1.337	13.493
Si	-28.51	4.076	13.458
Si	-31.226	6.76	13.508
Si	-28.518	9.497	13.481
Si	-31.238	-4.12	13.495
Si	-28.499	-1.368	13.469
Si	-25.794	1.369	13.446
Si	-23.078	4.085	13.462
Si	-25.798	6.794	13.453
Si	-23.087	9.525	13.443
Si	-25.796	-4.095	13.451
Si	-23.083	-1.353	13.436
Si	-20.363	1.36	13.475
Si	-17.648	4.086	13.498
Si	-20.376	6.803	13.481
Si	-17.651	9.52	13.503
Si	-20.369	-4.079	13.459
Si	-17.661	-1.351	13.496
Si	-14.931	1.365	13.542
Si	-12.232	4.089	13.592
Si	-14.941	6.8	13.556
Si	-12.237	9.52	13.6
Si	-14.948	-4.075	13.552
Si	-12.227	-1.353	13.593
Si	-9.517	1.387	13.644
Si	-6.805	4.095	13.677
Si	-9.517	6.807	13.64
Si	-6.809	9.537	13.683
Si	-9.507	-4.078	13.645
Si	-6.81	-1.347	13.674
Si	-4.084	1.374	13.696
Si	-1.364	4.113	13.711
Si	-4.089	6.832	13.705
Si	-1.366	9.536	13.718
Si	-4.078	-4.053	13.692
Si	-1.373	-1.326	13.705
Si	-0.014	0.045	15.053
Si	2.71	2.758	15.065
Si	-0.001	5.475	15.069
Si	2.728	8.186	15.087
Si	-0.006	-5.415	15.065
Si	2.726	-2.687	15.065
Si	5.442	0.015	15.054
Si	8.149	2.745	15.06
Si	5.437	5.479	15.055
Si	8.149	-8.117	15.052
Si	5.437	-5.418	15.053
Si	8.156	-2.697	15.055
Si	10.878	0.026	15.032
Si	13.599	2.742	15.049
Si	10.878	5.467	15.047
Si	13.58	-8.138	15.023
Si	10.847	-5.395	15.021
Si	13.571	-2.674	15.003
Si	16.304	0.058	15.003
Si	19.015	2.757	14.97
Si	16.328	5.441	15
Si	19.032	-8.134	14.953
Si	16.292	-5.403	15.001
Si	19.004	-2.671	14.969
Si	21.724	0.037	14.955
Si	24.468	2.745	14.915
Si	21.721	5.479	14.94
Si	24.453	-8.118	14.896
Si	21.762	-5.39	14.941
Si	24.44	-2.671	14.903
Si	27.152	0.021	14.901
Si	29.907	2.742	14.861
Si	27.201	5.453	14.911
Si	29.926	-8.171	14.88
Si	27.157	-5.409	14.864
Si	29.899	-2.721	14.86
Si	32.62	0.014	14.869
Si	35.352	2.715	14.915
Si	32.618	5.449	14.874
Si	35.372	8.144	14.908
Si	32.655	10.858	14.894
Si	35.384	-2.747	14.92
Si	38.06	-0.041	14.935
Si	40.763	2.698	14.959
Si	38.068	5.438	14.953
Si	40.778	8.15	14.972
Si	38.089	10.846	14.943
Si	40.786	-2.769	14.954
Si	43.476	-0.035	14.959
Si	46.21	2.65	14.958
Si	43.489	5.417	14.971
Si	46.2	8.093	14.946
Si	43.479	10.838	14.975
Si	46.203	-2.776	14.97
Si	48.93	-0.062	14.979
Si	51.681	2.624	14.983
Si	48.941	5.367	14.975
Si	51.684	8.105	14.959
Si	48.947	10.827	14.986
Si	51.668	-2.771	15.001
Si	54.402	-0.061	15.038
Si	-40.785	2.652	14.992
Si	-43.505	5.375	14.992
Si	-40.768	8.083	14.995
Si	-43.521	10.813	14.997
Si	-40.777	-2.787	15.011
Si	-38.019	-0.078	14.968
Si	-35.303	2.663	14.935
Si	-38.056	5.372	14.958
Si	-35.308	8.106	14.938
Si	-38.048	10.817	14.978
Si	-35.309	-2.79	14.912
Si	-32.598	-0.014	14.855
Si	-29.858	2.722	14.828
Si	-32.568	5.407	14.903
Si	-29.865	8.13	14.856
Si	-32.586	10.834	14.876
Si	-29.862	-2.742	14.815
Si	-27.15	0.027	14.817
Si	-24.436	2.725	14.813
Si	-27.156	5.443	14.819
Si	-24.44	8.167	14.802
Si	-27.153	10.87	14.824
Si	-24.43	-2.72	14.787
Si	-21.742	0.004	14.817
Si	-19.01	2.729	14.841
Si	-21.743	5.454	14.845
Si	-19.016	8.16	14.847
Si	-21.735	10.888	14.808
Si	-19.033	-2.71	14.832
Si	-16.31	0.006	14.871
Si	-13.592	2.721	14.934
Si	-16.307	5.433	14.896
Si	-13.595	8.146	14.95
Si	-16.321	10.881	14.892
Si	-13.593	-2.721	14.931
Si	-10.887	0.016	14.973
Si	-8.17	2.737	15.037
Si	-10.881	5.431	14.98
Si	-8.177	8.161	15.03
Si	-10.878	10.867	14.977
Si	-8.16	-2.719	15.029
Si	-5.462	0.013	15.044
Si	-2.731	2.738	15.058
Si	-5.468	5.47	15.046
Si	-2.736	8.181	15.087
Si	-5.443	-5.418	15.039
Si	-2.741	-2.682	15.067
O	0.011	2.829	25.299
O	1.999	1.844	23.974
O	16.39	-2.886	22.234
O	2.752	5.489	22.159
O	4.742	6.803	23.114
O	1.663	-6.284	23.113
O	0.038	-8.01	22.048
O	-0.065	-5.308	-0.337
O	13.751	2.371	25.528
O	6.806	-0.81	23.334
O	9.837	-3.75	23.299
O	7.576	-1.137	25.826
O	15.057	-1.226	-6.091
O	2.441	4.019	25.434
O	8.164	5.671	25.175
O	15.322	3.481	-5.65
O	8.087	-5.52	22.455
O	11.494	-3.474	25.318
O	11.841	-2.044	23.069
O	9.6	-1.103	-5.703
O	13.534	-0.126	22.294
O	15.049	1.734	23.225
O	10.914	2.829	22.069
O	12.563	-6.091	22.988
O	18.031	-6.189	22.893
O	-3.875	7.234	-6.008
O	9.192	7.118	-1.414
O	7.969	-4.812	-3.666
O	5.401	2.631	22.268
O	5.791	1.194	-5.295
O	7.56	0.077	-6.914
O	13.228	5.696	25.227
O	12.729	4.512	22.994
O	5.387	-2.633	22.215
O	6.663	4.936	-5.743
O	7.033	-6.577	25.618
O	3.693	-0.511	-4.994
O	6.837	3.508	25.871
O	2.132	-0.159	-2.927
O	2.779	7.305	-6.254
O	16.4	-1.252	-3.859
O	12.258	7.556	-6.301
O	-32.832	-2.286	25.128
O	6.543	-4.111	-5.761
O	10.413	-0.441	-3.358
O	9.062	-3.794	-1.449
O	17.279	-6.206	-1.075
O	6.244	1.094	25.045
O	17.926	1.006	-3.743
O	15.954	7.501	25.629
O	-3.274	3.603	-1.093
O	16.301	-8.064	22.192
O	-13.037	-6.336	-2.566
O	19.819	1.296	-5.598
O	19.26	-5.893	25.179
O	13.575	-2.708	-0.416
O	13.767	-4.571	24.848
O	3.853	1.667	-3.568
O	19.023	-4.39	-6.526
O	10.318	1.069	-1.226
O	37.858	-7.342	25.029
O	14.22	2.081	-0.898
O	1.679	-6.852	-1.447
O	-48.307	-3.407	-3.9
O	-33.572	1.728	22.982
O	3.779	-4.365	23.179
O	12.767	-3.911	-5.935
O	5.402	7.449	25.546
O	4.08	5.2	-5.571
O	14.206	-5.945	-5.036
O	16.341	-6.765	-5.984
O	44.877	6.385	24.307
O	3.948	0.534	23.033
O	-3.889	-3.844	23.731
O	1.504	-7.566	25.396
O	-0.929	-5.49	-5.926
O	5.576	-0.373	-3.197
O	-30.582	-6.305	22.952
O	-25.251	6.287	-3.022
O	6.58	6.842	-1.765
O	32.347	2.45	25.104
O	10.109	-7.308	-5.844
O	5.37	5.084	-3.364
O	7.988	8.017	-3.598
O	-3.569	-7.309	-3.943
O	-26.296	4.474	-1.427
O	7.912	-1.387	-3.744
O	15.419	0.901	-2.862
O	15.004	-5.158	22.749
O	-0.115	-3.76	-3.292
O	0.336	-0.244	-0.239
O	11.352	1.837	24.709
O	11.983	-7.314	-4.014
O	16.656	5.094	-0.442
O	3.094	7.356	-1.202
O	1.002	-7.256	-5.474
O	5.995	-5.167	-0.934
O	-13.666	3.822	25.713
O	4.715	5.441	-0.748
O	3.86	-3.964	-1.568
O	3.053	1.607	-1.095
O	-0.171	5.479	0.248
O	7.982	7.53	-6.157
O	-20.947	4.403	-4.122
O	6.848	4.211	-1.467
O	17.354	5.338	25.289
O	24.37	-7.595	-3.303
O	7.61	-7.146	-1.256
O	34.584	-2.689	-3.719
O	-38.83	2.002	25.91
O	5.227	0.174	-0.309
O	-1.47	6.388	-3.398
O	8.322	2.597	-0.348
O	-16.689	-1.561	-6.913
O	-0.82	1.771	-1.293
O	14.791	-3.329	-4.432
O	10.841	5.515	-0.274
O	-18.298	6.48	22.808
O	5.752	7.204	-4.839
O	10.791	-5.266	-0.208
O	25.037	-3.247	-3.994
O	11.679	-1.169	-1.215
O	15.333	-4.468	-1.417
O	39.097	2.424	-6.093
O	19.909	1.912	23.462
O	23.586	-6.941	-5.68
O	15.219	4.628	23.897
O	32.662	-2.673	21.914
O	19.174	5.5	22.191
O	21.173	6.972	22.965
O	-11.313	2.69	25.589
O	-26.425	3.574	25.946
O	23.428	6.363	-6.234
O	16.148	-6.141	-3.372
O	31.823	-0.142	25.408
O	23.579	-0.863	22.999
O	25.954	5.904	-5.696
O	25.26	1.216	22.81
O	34.98	-5.856	-3.761
O	20.673	4.158	-5.729
O	26.971	4.947	23.739
O	24.703	1.704	-3.84
O	23.039	-7.42	22.881
O	24.503	-5.413	22.099
O	25.855	-3.285	22.831
O	27.045	-2.749	25.144
O	28.221	-2.186	22.873
O	23.508	-3.957	-6.049
O	29.865	-0.216	22.132
O	31.924	1.049	23.022
O	27.251	2.725	21.918
O	25.276	6.681	22.985
O	30.948	6.632	23.057
O	18.414	7.308	-6.467
O	27.245	8.164	22.098
O	5.383	-5.131	-3.534
O	27.722	-4.763	23.709
O	20.411	-1.301	24.594
O	-24.87	4.216	22.878
O	22.025	2.929	22.321
O	27.169	5.798	-3.382
O	29.416	5.606	24.854
O	28.755	3.063	24.462
O	21.796	-2.673	22.207
O	-19.746	-0.553	-4.614
O	18.51	7.862	25.473
O	-14.848	-6.38	22.927
O	36.19	-7.147	-5.838
O	-26.332	-6.928	-6.249
O	18.12	-2.227	25.407
O	26.688	3.431	25.889
O	27.112	0.866	-3.062
O	22.417	0.837	-5.023
O	39.054	4.646	-1.373
O	31.188	-5.782	-5.811
O	25.451	-0.468	24.753
O	29.21	-6.673	23.003
O	-36.636	-5.132	-5.517
O	26.367	-1.743	-2.386
O	25.54	-4.12	-1.484
O	23.382	1.275	24.603
O	29.901	2.738	-0.314
O	29.934	-4.968	25.054
O	19.413	-7.449	-4.611
O	32.04	4.992	24.815
O	41.629	-1.309	23.608
O	33.532	6.478	-6.075
O	29.933	-2.79	-0.51
O	-46.454	2.988	25.336
O	28.318	-6.788	25.501
O	20.894	-0.74	-2.951
O	-7.239	6.165	23.125
O	-17.658	4.208	23.961
O	25.002	5.311	25.372
O	35.704	-0.282	-3.364
O	19.011	-8.046	-0.344
O	-42.634	6.472	-6.126
O	20.945	1.472	25.782
O	27.808	7.703	-5.225
O	0.93	4.066	23.232
O	13.795	2.993	-3.353
O	-18.555	4.192	-2.958
O	20.554	-6.873	23.169
O	15.297	6.778	-1.795
O	28.397	4.415	-1.453
O	27.645	0.89	25.513
O	-33.57	6.781	23.37
O	-40.53	-3.151	-0.296
O	21.94	8.157	25.133
O	19.882	-5.487	-2.877
O	-23.873	-7.004	-6.919
O	35.297	-2.912	0.174
O	22.59	1.248	-2.446
O	34.295	0.31	-5.414
O	-27.401	5.398	-3.71
O	-28.879	-4.315	22.876
O	19.964	2.879	-3.586
O	22.576	3.27	-4.132
O	32.583	6.098	-3.292
O	16.745	-4.328	26.172
O	24.212	2.953	-0.107
O	29.871	-4.893	-3.081
O	30.731	-3.919	22.93
O	28.01	-6.63	-3.635
O	31.759	1.233	-1.407
O	24.281	4.321	23.002
O	45.338	3.466	-1.407
O	-19.387	-5.488	-4.466
O	20.73	6.529	-1.122
O	-47.659	-1.959	-1.66
O	20.976	-5.42	-5.285
O	37.136	7.247	23.044
O	19.787	-3.526	-1.132
O	18.67	3.021	-0.341
O	23.129	6.68	-2.212
O	30.485	-2.354	25.165
O	22.349	4.451	-1.158
O	21.142	5.273	-3.353
O	25.179	7.848	-0.981
O	22.963	-7.198	-1.165
O	-41.874	-7.463	-1.199
O	21.609	-5.244	-0.292
O	22.224	-0.663	-0.744
O	24.154	-2.454	-0.221
O	-8.706	1.864	-5.802
O	25.457	1.166	-1.301
O	15.944	0.263	-0.069
O	32.167	3.641	-2.387
O	-11.434	-0.595	-5.871
O	-42.382	-4.907	24.873
O	-37.185	-1.52	-1.498
O	-40.833	-2.847	-4.314
O	47.304	1.525	23.252
O	28.571	-0.763	-1.511
O	36.236	-1.021	24.673
O	34.557	-1.128	22.708
O	-3.603	-6.821	-1.375
O	33.514	3.706	23.039
O	48.824	-2.788	22.244
O	35.327	5.457	22.219
O	41.029	-4.078	-6.556
O	33.935	-5.777	22.775
O	32.604	-8.005	22.087
O	31.353	7.339	25.553
O	35.486	8.177	-0.126
O	-47.575	5.308	25.334
O	39.326	-0.537	22.931
O	38.541	-1.881	-3.901
O	41.449	1.178	22.999
O	48.873	3.146	25.476
O	36.233	6.975	25.504
O	42.771	6.002	25.865
O	46.493	2.496	-3.617
O	40.965	-5.352	22.313
O	42.629	-3.622	23.458
O	-14.665	7.855	-5.76
O	44.215	-1.756	22.869
O	47.123	-6.536	-2.711
O	46.102	-0.209	21.951
O	-34.215	-4.095	-6.169
O	43.461	2.709	22.218
O	42.374	6.775	23.447
O	47.171	6.366	23.029
O	31.528	7.952	-5.314
O	-45.281	-1.477	23.828
O	47.189	5.307	-4.521
O	47.959	-6.776	24.482
O	43.207	-5.304	-5.738
O	46.155	7.49	-3.467
O	39.32	4.633	22.956
O	37.961	2.643	21.978
O	46.842	4.802	25.139
O	47.365	7.493	-5.93
O	37.917	-2.71	22.268
O	37.663	0.855	25.78
O	41.227	3.835	-5.991
O	33.57	-6.758	-5.631
O	47.666	-0.213	25.155
O	41.124	-7.08	-2.658
O	42.644	-0.537	-6.104
O	-42.241	-1.598	-1.372
O	48.95	1.517	-3.66
O	-35.97	4.109	22.927
O	-37.573	-0.096	24.953
O	45.646	-6.006	25.22
O	45.716	-2.451	-1.272
O	45.067	6.476	-5.613
O	45.88	-6.76	22.781
O	-46.807	6.276	-3.03
O	44.952	-1.09	-4.987
O	41.757	-4.657	-1.507
O	-48.602	-5.875	-0.348
O	-5.399	-2.279	25.181
O	-47.985	-0.869	-4.078
O	-43.716	-1.168	-5.815
O	34.301	-6.206	-1.227
O	-43.18	-7.113	26.004
O	-42.209	2.866	25.455
O	45.499	4.27	22.95
O	10.686	6.179	25.527
O	-18.994	-3.085	-3.363
O	-24.98	7.127	-5.821
O	36.656	-2.345	-2.133
O	45.177	0.304	24.617
O	34.141	0.677	24.498
O	43.676	-7.866	25.231
O	-10.501	-2.69	25.052
O	-36.498	2.958	25.335
O	-35.807	-5.392	24.884
O	-24.76	-3.42	25.265
O	42.654	5.885	-5.333
O	36.272	-4.66	23.175
O	35.87	5.13	-5.532
O	-28.617	7.094	23.396
O	43.407	-5.94	-3.205
O	36.126	3.348	-3.472
O	-38.685	6.866	25.344
O	42.096	6.943	-1.603
O	7.578	2.695	-6.582
O	46.271	-4.048	-3.35
O	-29.405	-0.117	25.249
O	12.607	4.214	-1.489
O	-23.407	-3.33	23.02
O	34.704	-5.154	25.294
O	41.242	-4.794	-4.053
O	36.528	-1.321	-5.585
O	-7.052	7.58	25.909
O	-5.609	4.213	-5.448
O	-31.092	-0.26	-6.239
O	-32.769	-0.045	-0.53
O	-7.189	-2.558	-3.236
O	-19.046	-2.396	-0.823
O	-6.543	-5.106	-3.661
O	-35.592	-6.423	-2.452
O	47.087	-4.55	23.28
O	-32.811	8.143	-5.884
O	-45.741	1.372	-0.935
O	-12.581	-3.767	26.09
O	40.488	4.839	25.188
O	38.201	-4.351	-2.852
O	48.899	5.474	-0.472
O	29.807	-8.112	-0.58
O	43.766	-0.771	-0.925
O	-36.623	7.521	-3.037
O	-8.312	-1.539	25.615
O	48.847	5.442	-6.546
O	37.308	6.576	-1.155
O	-7.221	-6.37	-5.872
O	36.598	1.654	-1.483
O	35.245	3.783	-0.987
O	-23.965	-8.076	-3.768
O	-10.718	3.272	-4.813
O	-3.38	2.965	-5.897
O	1.484	-4.786	-5.212
O	-23.572	0.99	22.897
O	40.427	-8.068	-0.314
O	-2.848	-5.74	25.205
O	-18.838	5.915	-4.873
O	38.054	-0.134	-0.409
O	39.2	-2.272	-1.4
O	42.189	1.118	-1.627
O	-20.021	-3.945	24.334
O	34.236	-1.319	-1.468
O	42.912	-0.641	-3.445
O	43.646	5.271	-0.516
O	-35.613	5.131	-3.147
O	-7.009	1.077	23.446
O	-13.492	-4.095	-4.011
O	47.537	7.556	-1.234
O	45.21	-7.623	-1.283
O	-35.146	-5.397	22.193
O	47.816	-4.049	-1.327
O	-47.606	-0.748	22.994
O	-45.499	0.926	22.886
O	-46.407	-3.189	25.545
O	-47.91	3.71	23.194
O	-33.443	-4.022	23.244
O	-46.308	5.493	22.256
O	-45.326	7.754	23.177
O	22.177	-5.769	26.099
O	-48.912	8.127	22.093
O	-43.849	-2.838	25.393
O	-22.984	4.596	24.77
O	-45.681	-7.689	-3.573
O	-41.893	-0.785	23.046
O	-39.858	-0.651	-3.174
O	-21.676	2.762	26.116
O	-46.771	-6.439	22.515
O	38.804	-0.171	-5.97
O	28.119	-1.071	-4.186
O	-36.01	6.113	-6.088
O	-6.578	5.493	-3.369
O	-40.727	-5.544	22.134
O	-38.704	-4.116	22.891
O	-22.277	7.368	-1.631
O	-37.916	-2.729	24.978
O	-34.149	7.192	25.815
O	-35.247	-0.093	22.096
O	-31.14	0.962	23.533
O	-37.84	2.655	21.896
O	-38.209	7.96	21.873
O	-34.634	6.889	-1.401
O	7.275	-1.044	-1.252
O	-38.258	4.529	24.127
O	-41.261	-2.579	24.877
O	14.187	6.744	22.946
O	-34.42	4.113	-5.583
O	-34.191	7.324	-3.911
O	-43.612	2.613	22.154
O	-10.33	0.855	-3.946
O	-44.163	2.324	-2.663
O	-33.846	4.517	25.481
O	-29.065	1.417	-5.959
O	-43.39	-2.758	22.066
O	-15.518	-3.48	-5.616
O	-31.206	3.184	-1.442
O	-42.719	-4.101	-2.899
O	6.294	-7.448	23.249
O	-37.173	-7.805	-5.889
O	-45.541	-3.074	-6.156
O	47.201	0.444	-5.233
O	-5.555	8.041	22.231
O	-34.106	-4.594	-1.277
O	-40.764	1.195	-6.021
O	-47.738	-4.527	-6.225
O	-7.297	1.81	-1.164
O	-36.58	-7.145	23.185
O	19.797	-2.963	-3.723
O	-38.219	-5.64	25.843
O	-35.34	-2.659	-0.125
O	9.133	3.24	24.702
O	-35.994	2.484	-3.348
O	-11.061	8.148	25.291
O	-29.811	8.124	-0.66
O	-32.338	2.469	25.199
O	20.317	1.137	-1.211
O	-36.124	5.618	25.044
O	-48.179	-4.969	24.942
O	-14.97	-4.636	-1.97
O	-40.526	4.969	25.26
O	-12.246	7.132	23.197
O	-44.23	-0.206	-2.534
O	26.281	3.391	-2.622
O	-12.572	1.678	-5.884
O	-2.421	0.604	-5.433
O	-34.389	1.92	-1.276
O	-8.891	2.039	24.996
O	5.33	-4.466	25.314
O	-41.735	0.828	-2.259
O	-8.67	7.128	-3.117
O	-45.182	-4.029	23.339
O	31.161	5.314	-5.958
O	-34.048	-7.058	24.021
O	-46.379	1.077	-3.456
O	-39.272	0.844	-1.143
O	11.042	8.205	22.185
O	-40.52	4.44	-2.934
O	-8.783	-1.571	-1.301
O	-14.738	5.563	-4.476
O	-34.537	1.553	-5.977
O	-4.782	-3.362	-2.709
O	-8.531	4.894	-1.585
O	36.749	1.272	-5.324
O	-46.661	0.372	25.136
O	-39.648	1.995	-3.428
O	0.538	7.181	-1.912
O	-44.146	2.435	-5.265
O	3.164	-2.811	25.229
O	-20.81	-1.813	22.996
O	-44.464	4.7	-6.23
O	-18.186	2.693	-6.524
O	-44.42	6.475	-4.179
O	-38.035	4.098	-3.641
O	-38.343	-2.668	-3.657
O	17.852	3.314	-5.012
O	-39.29	1.236	23.348
O	-44.993	-5.233	-3.531
O	-31.293	-1.987	-1.59
O	-12.514	7.763	-1.089
O	-41.935	4.262	23.211
O	-45.72	4.022	-3.791
O	-32.732	5.234	-0.607
O	-35.911	-1.939	-3.86
O	2.363	-2.276	-0.339
O	-31.854	-4.239	-2.922
O	-28.945	-1.48	-5.604
O	-0.037	-2.777	-5.709
O	-25.385	-1.836	-1.405
O	-44.922	-3.743	-1.332
O	-43.001	4.318	-3.777
O	-19.425	5.855	25.024
O	21.806	-3.158	25.725
O	-39.328	-1.105	-5.639
O	-42.557	4.342	-1.201
O	2.071	-2.483	-4.132
O	-26.156	-5.53	24.255
O	-1.539	8.073	-5.359
O	15.165	7.862	-4.208
O	-43.486	-5.618	-0.358
O	-43.378	0.388	-0.206
O	-1.81	5.559	-5.89
O	-40.854	2.645	-0.164
O	-9.753	6.642	23.649
O	48.947	-0.134	-0.42
O	-47.476	-7.619	24.617
O	-38.203	5.541	-0.243
O	-36.789	3.701	-1.292
O	-37.568	-7.328	-1.16
O	-13.04	3.021	-3.595
O	-38.518	-5.196	-0.225
O	-20.834	-0.564	-1.424
O	-45.088	-6.427	-5.893
O	9.13	4.471	-5.177
O	-4.728	-1.004	-3.811
O	-31.864	-2.186	22.695
O	-28.544	1.333	23.197
O	-22.826	1.114	-1.422
O	-31.604	3.5	22.9
O	-16.364	-2.714	22.095
O	-29.905	5.348	22.114
O	29.171	4.578	22.457
O	-26.408	-1.47	-5.587
O	-10.576	-5.404	25.386
O	1.192	2.225	-3.034
O	26.168	-6.554	-5.467
O	-15.655	3.466	-5.772
O	-25.755	-0.508	22.798
O	-23.967	-1.05	24.511
O	-2.265	5.531	25.266
O	-1.245	3.708	-2.836
O	-29.579	7.747	25.885
O	-36.573	-3.962	-2.223
O	-21.743	8.191	22.146
O	-26.36	-7.416	22.489
O	-24.541	-5.46	21.967
O	43.459	-1.49	25.346
O	-22.126	-2.707	25.149
O	-33.461	2.451	-3.709
O	-25.384	-3.824	-5.863
O	-19.069	0.007	22.195
O	-17.325	1.73	23.122
O	-21.801	2.743	22.076
O	12.369	-6.687	-1.569
O	47.823	-1.899	-2.772
O	-32.803	-6.763	-3.49
O	-20.084	-6.258	23.002
O	43.474	-7.836	-5.01
O	-40.613	-6.781	25.289
O	-30.803	-2.842	-6.754
O	-18.021	-7.232	-3.011
O	-26.912	2.793	22.038
O	9.33	1.107	23.163
O	20.953	7.243	-6.049
O	-20.052	4.487	22.91
O	26.156	5.472	-0.958
O	-27.097	-2.653	22.033
O	-7.537	-3.868	-1.027
O	-27.12	-7.935	25.012
O	-30.324	-6.295	-3.461
O	15.16	0.177	25.316
O	-28.744	-6.792	-5.373
O	-3.199	-4.076	-5.845
O	42.826	-2.833	-4.928
O	-17.281	0.088	-4.844
O	-24.253	-1.523	-6.942
O	-20.054	-7.672	-1.075
O	-6.929	6.999	-1.246
O	38.961	-6.138	-1.084
O	-21.443	5.389	-6.423
O	-12.651	0.588	23.222
O	-4.845	-1.602	22.809
O	-23.06	-1.304	-2.482
O	-23.427	-3.676	-1.339
O	-16.196	-5.578	0.598
O	-25.352	1.302	24.753
O	-13.282	7.571	-3.554
O	-3.661	-1.386	-1.382
O	30.936	5.909	-1.376
O	-15.952	7.607	-3.478
O	39.868	7.438	25.568
O	-2.392	-5.099	-3.055
O	17.538	3.756	23.17
O	-15.388	3.486	22.924
O	-31.657	-6.283	-1.222
O	-18.397	-5.887	24.974
O	-32.323	-8.025	21.901
O	-48.268	4.452	-4.165
O	-22.835	3.282	-5.798
O	-25.289	5.766	24.927
O	-20.108	3.064	-1.268
O	37.715	5.463	-3.533
O	-27.696	2.821	-4.279
O	-12.276	1.835	-1.38
O	33.726	5.916	-0.983
O	-21.977	-0.716	-5.986
O	-36.748	-7.73	26.055
O	-22.448	-7.08	25.962
O	33.196	-3.172	-5.984
O	-17.587	-4.76	-1.295
O	-5.453	-5.37	-0.329
O	-41.243	-5.443	-4.66
O	-23.248	5.633	-4.524
O	-1.328	-7.408	-2.541
O	-2.447	-2.455	-3.405
O	-12.062	-0.944	-3.272
O	-4.166	1.697	26.228
O	-16.006	2.636	25.298
O	-24.549	-3.07	-3.588
O	-27.815	-2.185	-3.368
O	-16.961	6.879	-6.495
O	-29.579	4.152	-3.182
O	-14.525	3.148	-1.42
O	-28.644	4.74	-5.803
O	43.281	1.214	26.183
O	27.864	1.129	-5.773
O	-8.731	-6.591	-3.748
O	-21.602	7.968	-6.902
O	-20.56	1.514	-6.009
O	-29.677	-0.875	22.612
O	-18.032	-4.612	22.78
O	-9.524	-1.023	23.3
O	28.649	-6.23	-6.177
O	14.354	-7.111	24.526
O	-8.299	-5.374	22.335
O	-3.248	-6.597	-6.468
O	-16.094	5.171	-0.559
O	-11.005	-2.812	22.11
O	-3.934	4.587	-3.405
O	-25.309	-7.027	-1.698
O	-2.076	-3.288	25.62
O	-20.029	6.353	-2.56
O	-27.627	6.705	-1.491
O	-28.752	-4	-1.751
O	-28.778	2.231	-1.293
O	2.757	-5.306	25.334
O	-13.178	-2.795	-6.297
O	48.049	-5.305	-4.851
O	-2.781	-0.012	22.245
O	34.399	8.039	-2.719
O	28.548	-1.324	-6.617
O	39.1	2.691	24.675
O	16.812	5.369	-6.453
O	-27.059	-5.466	-0.555
O	-27.175	0.063	-0.666
O	2.763	-0.207	25.37
O	-24.493	2.773	-0.514
O	-14.899	-2.36	26.075
O	11.316	5.144	-6.316
O	-19.008	1.67	-3.401
O	-21.605	5.2	-0.462
O	6.74	-6.654	-5.187
O	-29.096	-4.251	-4.424
O	30.243	4.722	-3.682
O	-21.653	-5.542	-0.523
O	-20.626	-7.657	-3.56
O	37.807	4.9	25.17
O	-39.495	-1.651	23.166
O	-9.043	4.209	23.201
O	-14.922	-0.649	22.927
O	45.131	1.062	-6.518
O	-9.529	-3.644	-2.799
O	-17.523	7.149	-1.387
O	0.057	-2.628	22.283
O	-13.794	5.388	22.143
O	18.727	2.866	25.872
O	44.674	1.112	-2.482
O	-16.453	8.166	22.017
O	-12.774	-6.458	24.5
O	-16.971	-4.737	-3.788
O	-1.754	0.889	25.607
O	16.275	2.728	25.232
O	22.422	-2.675	-4.005
O	-3.886	4.808	23.175
O	29.673	-3.689	-6.268
O	-12.466	-3.995	-1.536
O	-4.355	4.273	25.761
O	-14.132	0.033	25.423
O	-10.382	-6.784	23.176
O	-47.313	4.003	-1.693
O	-8.539	-4.236	-5.089
O	-16.683	-2.625	-2.224
O	-6.452	-3.681	23.17
O	-8.995	-7.352	-1.239
O	36.764	-6.78	-2.338
O	31.989	-6.417	-3.447
O	-5.448	2.825	22.317
O	0.963	3.834	-1.214
O	31.9	0.174	-6.256
O	-23.545	6.454	22.994
O	-5.421	0.127	-0.35
O	-10.457	0.051	25.565
O	1.049	-0.43	-5.391
O	-10.979	-3.53	-5.243
O	14.819	1.284	-6.925
O	-10.994	2.573	22.388
O	32.382	-4.197	24.99
O	-12.753	-4.717	22.655
O	-2.45	3.07	24.36
O	32.504	-1.262	-4.218
O	-15.756	-7.185	-1.418
O	-5.952	2.996	-3.075
O	35.568	-7.22	23.97
O	43.835	3.383	-5.776
O	5.131	-1.242	25.454
O	0.586	6.524	-5.058
O	38.702	-2.798	-6.275
O	-1.934	6.973	-0.913
O	-31.029	-4.116	24.374
O	-7.101	0.608	26.201
O	-36.954	-2.076	22.713
O	32.184	-3.796	-3.642
O	11.449	4.304	-3.829
O	-1.561	6.787	23.224
O	-3.799	-6.578	23.03
O	29.746	3.038	-5.808
O	17.052	-2.905	-5.701
O	-26.65	-7.672	-3.876
O	-27.778	5.873	25.619
O	-45.244	-6.36	24.769
O	-29.936	1.62	-3.468
O	-39.866	7.232	-1.311
O	-27.778	7.189	-6.041
O	36.209	0.937	22.916
O	-43.086	5.342	25.354
O	17.54	-0.599	-1.689
O	23.359	-5.149	-3.704
O	9.924	-3.024	-3.835
O	-44.717	-2.631	-3.741
O	-42.06	6.515	-2.539
O	-5.315	-6.858	25.196
O	26.123	-0.818	-6.043
O	21.819	-7.222	-3.671
O	10.334	-5.548	-2.978
O	27.455	-4.094	-3.113
O	-31.946	-7.976	25.133
O	-19.784	-1.495	25.385
O	-9.616	-1.633	-4.351
O	-10.732	5.748	-0.538
O	48.089	-2.971	-6.074
O	-1.436	-4.474	23.298
O	-37.914	-6.594	-3.73
O	28.248	-5.935	-1.207
O	-6.885	0.544	-3.463
O	-17.628	2.209	-1.293
O	-0.831	1.466	23.166
O	-42.401	-7.089	23.379
O	-32.127	2.874	-5.825
O	-34.7	0.19	-3.186
O	35.16	5.68	-3.138
O	-6.653	-0.767	-5.776
O	-8.343	5.418	25.479
O	28.501	5.252	-5.579
O	18.55	0.412	25.109
O	35.251	-4.723	-6.135
O	-3.191	2.089	-3.369
O	-6.39	2.856	25.313
O	-28.977	-5.789	25.014
O	36.794	-4.765	-0.772
O	-10.899	-7.806	-3.035
O	12.663	0.789	-2.599
O	39.576	7.029	-2.499
O	2.378	7.917	-3.636
O	22.543	-0.626	26.049
O	-39.966	3.641	-5.406
O	-14.109	-1.413	-1.53
O	32.681	-6.722	25.959
O	-17.889	8.155	26.181
O	34.437	3.95	25.466
O	47.031	1.457	-1.306
O	-39.856	6.29	23.052
O	12.743	-4.757	-3.392
O	-13.021	4.188	-5.891
O	-41.397	-7.64	-6.159
O	-30.908	-5.354	-5.922
O	-14.37	-1.589	-4.184
O	1.628	-0.673	23.073
O	-48.933	-2.469	25.358
O	-42.206	3.365	-6.772
O	-0.738	7.564	25.709
O	-31.088	-2.054	-4.222
O	-47.494	1.181	-5.774
O	43.733	-8.05	22.019
O	-27.672	0.258	-4.048
O	19.938	-4.347	23.091
O	-14.131	0.789	-2.884
O	-10.669	0.018	-0.437
O	9.915	-1.498	24.724
O	6.06	-2.9	-2.501
O	9.155	-8.063	24.797
O	-16.108	0.117	-0.56
O	10.559	6.746	-4.462
O	-5.173	5.384	-0.33
O	-18.782	-7.84	-5.459
O	46.5	2.189	25.639
O	40.179	-6.347	25.9
O	-13.123	-1.996	24.183
O	-10.651	-5.517	-0.434
O	-38.999	-6.032	-6.128
O	-33.995	-0.939	-5.495
O	-14.507	-4.352	24.488
O	45.529	-6.143	-4.769
O	-8.54	2.629	-3.327
O	-24.567	-7.552	24.427
O	39.787	-7.313	23.371
O	40.669	2.76	-0.474
O	-26.741	-4.512	-3.521
O	40.226	0.398	25.195
O	-40.263	-0.172	25.193
O	48.029	3.034	-5.608
O	43.663	-5.737	-0.28
O	-46.555	-7.915	-0.393
O	9.543	6.312	23.118
O	-33.414	-2.075	-3.133
O	-34.675	-6.647	-5.206
O	-40.768	-7.808	-3.555
O	3.837	-7.314	24.135
O	-35.465	-1.843	25.295
O	-44.78	6.993	-1.588
O	-34.618	-4.454	-3.812
O	13.68	5.67	-3.514
O	9.255	0.8	25.801
O	32.237	1.39	-3.994
O	-18.131	-3.516	-5.8
O	7.125	4.247	23.287
O	-43.203	-7.118	-4.245
O	-5.563	-3.236	-5.243
O	-18.213	-0.614	-2.494
O	-44.479	1.5	26.093
O	-4.987	1.148	-5.147
O	-11.587	5.396	25.102
O	16.235	5.344	-3.933
O	34.141	1.917	-2.385
O	-43.044	-3.677	-5.448
O	-45.34	7.065	-6.498
O	13.622	-2.066	25.664
O	31.682	-4.75	-1.253
O	18.255	-1.143	23.027
O	-16.127	1.084	-6.89
O	-24.669	-5.717	-4.019
O	20.776	-1.18	-5.478
O	17.665	-4.104	-2.613
O	-21.807	0.646	-3.713
O	-3.19	7.974	24.912
O	-1.649	-3.454	-1.147

Results
total energy: -609920.633 eV
total energy less fixed offsets of O -438.25, Si -107.07 eV per atom: -1.433 eV

Forces (eV/angstrom) on atoms 846 to 1527 of the 3024, counted in the order above; the others are left out for length: element, x, y, z
Si	0.085	0.048	0.127
Si	0.042	-0.007	-0.044
Si	-0.032	-0.121	-0.019
Si	0.033	-0.022	0.043
Si	-0.043	0.122	-0.092
Si	-0.035	-0.026	0.041
Si	-0.035	0.007	0
Si	0.047	-0.053	-0.013
Si	-0.034	0.181	0.022
Si	0.007	-0.104	0.058
Si	0.025	0.037	0.013
Si	0.048	-0.024	0.085
Si	-0.05	0.01	-0.009
Si	0.006	-0.058	-0.101
Si	-0.027	0.076	0.024
Si	0.002	-0.167	0.087
Si	-0.017	-0.137	-0.139
Si	-0.079	-0.086	0.055
Si	-0.024	0.094	-0.061
Si	0.239	-0.109	0.683
Si	-0.182	-0.046	0.603
Si	0.289	-0.002	0.649
Si	0.034	-0.235	0.627
Si	-0.061	-0.054	0.68
Si	-0.267	0.254	0.683
Si	0.12	-0.079	0.68
Si	0.148	-0.22	0.825
Si	-0.11	0.227	0.705
Si	-0.445	0.219	0.529
Si	0.214	-0.268	0.667
Si	-0.074	0.131	0.652
Si	-0.211	0.068	0.693
Si	-0.239	0.005	0.695
Si	0.278	-0.083	0.64
Si	-0.192	0.065	0.687
Si	0.131	0.029	0.563
Si	-0.43	0.544	0.425
Si	0.02	0.018	-0.04
Si	0.017	-0.023	-0.037
Si	-0.032	0.008	-0.017
Si	-0.01	0	-0.041
Si	0.003	0.027	-0.067
Si	0.022	-0.019	-0.036
Si	-0.024	-0.008	-0.062
Si	-0.037	-0.02	-0.047
Si	0.028	0.001	-0.021
Si	-0.027	-0.02	-0.003
Si	0.01	0.012	-0.02
Si	0.019	-0.013	-0.048
Si	0.022	0.011	-0.055
Si	-0.001	0.01	-0.055
Si	0	0.011	-0.048
Si	-0.066	-0.026	0.01
Si	0.006	-0.027	-0.025
Si	0.009	-0.022	-0.047
Si	0.001	-0.043	0.023
Si	-0.012	0.014	0.005
Si	0.028	0.003	0.03
Si	-0.005	-0.017	0.024
Si	-0.002	-0.003	-0.004
Si	0.004	0.027	0.024
Si	0.003	-0.004	0.036
Si	0	0.027	0.025
Si	0	-0.031	-0.012
Si	-0.015	0.024	0.011
Si	-0.01	-0.013	0.004
Si	0.006	0.007	0.017
Si	0.014	0.001	0.016
Si	-0.017	-0.002	0.018
Si	0.026	-0.005	0.004
Si	-0.007	0.021	-0.021
Si	-0.033	0.011	0.026
Si	-0.007	0.018	-0.017
Si	-0.019	0.006	0
Si	0.004	-0.008	0.009
Si	0.009	0.012	-0.021
Si	-0.004	0	-0.024
Si	-0.022	0.002	0.003
Si	0.012	0.004	0.011
Si	-0.001	-0.008	-0.006
Si	-0.01	0.009	-0.016
Si	0.023	-0.011	0.005
Si	-0.003	0.028	0.009
Si	0.003	0.01	-0.011
Si	-0.01	-0.011	-0.001
Si	-0.013	0.002	-0.011
Si	-0.009	0.017	-0.007
Si	-0.001	0.018	-0.012
Si	0.001	-0.058	0.021
Si	0.008	-0.006	0
Si	0.029	-0.021	-0.023
Si	0	0.004	-0.018
Si	0.007	0.006	0.003
Si	0.005	0	0.005
Si	0	-0.004	0.006
Si	-0.017	-0.014	-0.002
Si	0.003	0.002	-0.002
Si	0.008	0.013	-0.009
Si	0.012	0.002	-0.003
Si	0.01	0.002	-0.006
Si	-0.009	0.003	0.005
Si	-0.01	0.011	-0.005
Si	0.006	0.004	0.006
Si	0	-0.005	-0.013
Si	0.01	0.012	0.003
Si	0.007	0.006	-0.006
Si	0.004	0.004	-0.004
Si	0.004	0.001	-0.01
Si	-0.001	-0.002	-0.006
Si	-0.01	-0.001	-0.007
Si	-0.042	-0.002	0.025
Si	0.009	0.013	0.002
Si	0.001	-0.003	-0.005
Si	0	0.005	-0.015
Si	-0.02	-0.014	0
Si	-0.01	-0.003	-0.007
Si	0.004	-0.017	0.022
Si	-0.012	0.007	0.003
Si	-0.006	0.009	0.023
Si	-0.004	-0.008	0.016
Si	0.01	0	0
Si	-0.013	-0.012	0.006
Si	-0.007	-0.018	0.004
Si	-0.013	0.006	0
Si	0.008	-0.006	0.018
Si	-0.009	0.009	-0.012
Si	-0.013	0.008	0.022
Si	0.03	-0.009	0.005
Si	0.021	0.024	-0.028
Si	-0.006	0.002	-0.033
Si	-0.017	0.01	-0.016
Si	-0.029	0.002	-0.003
Si	0.012	-0.014	-0.046
Si	-0.004	-0.007	-0.01
Si	0.006	0.007	-0.023
Si	0.007	-0.04	-0.002
Si	0.004	0.035	-0.028
Si	0.006	0.017	-0.032
Si	-0.009	0.02	-0.006
Si	0.015	0	-0.035
Si	-0.014	0.014	-0.008
Si	0.011	-0.008	-0.016
Si	0.008	-0.014	-0.031
Si	0.012	-0.034	0.006
Si	0.006	-0.004	-0.03
Si	-0.032	-0.053	0.049
Si	0.007	0.002	0.044
Si	0.016	0.029	0.052
Si	-0.015	-0.019	0.036
Si	0.001	0.023	0.04
Si	0.053	0.012	0.084
Si	-0.012	0.04	0.015
Si	0.005	-0.014	0.043
Si	-0.052	-0.004	0.039
Si	0.017	0.001	0.053
Si	-0.032	0.037	0.037
Si	0.003	0.017	0.058
Si	0.001	-0.006	0.08
Si	-0.004	-0.015	0.052
Si	0.007	0.017	0.047
Si	-0.024	0.004	0.039
Si	0	-0.01	0.058
Si	0.006	0.005	0.072
Si	-0.072	0.153	-0.734
Si	-0.303	-0.265	-0.764
Si	-0.121	-0.14	-0.714
Si	0.409	0.198	-0.674
Si	0.198	0.226	-0.636
Si	-0.1	-0.188	-0.798
Si	0.224	0.08	-0.709
Si	-0.09	-0.164	-0.799
Si	0.048	0.321	-0.679
Si	-0.094	-0.161	-0.753
Si	-0.036	-0.043	-0.666
Si	0.319	0.099	-0.679
Si	-0.09	-0.147	-0.714
Si	0.138	0.195	-0.763
Si	0.172	0.114	-0.742
Si	-0.072	-0.188	-0.764
Si	0.147	0.16	-0.765
Si	-0.118	-0.03	-0.778
Si	-0.045	-0.012	-0.126
Si	-0.058	0.037	-0.027
Si	-0.024	-0.011	0.171
Si	0.069	0.056	0.237
Si	0.004	-0.041	0.055
Si	-0.033	-0.091	0.115
Si	0.041	0.042	-0.175
Si	-0.05	-0.02	0.058
Si	-0.06	-0.048	0.044
Si	-0.053	0.085	-0.099
Si	0.057	-0.067	-0.065
Si	-0.072	-0.006	-0.024
Si	0.039	0.064	-0.153
Si	0.003	-0.064	0.172
Si	0.128	0.022	0.033
Si	-0.002	0.084	-0.01
Si	-0.11	0.017	-0.197
Si	-0.073	0.017	0.018
Si	-0.168	0.029	0.086
Si	0.004	0.068	-0.171
Si	-0.144	-0.042	0.095
Si	0.029	-0.099	-0.021
Si	-0.056	-0.072	0.035
Si	-0.011	-0.168	-0.021
Si	0.02	0.044	-0.056
Si	0.001	0.062	-0.01
Si	-0.008	-0.152	0.15
Si	-0.08	-0.023	-0.199
Si	-0.002	-0.022	-0.074
Si	0.11	-0.081	0.08
Si	-0.157	0.01	-0.012
Si	0.104	0.003	0.073
Si	-0.083	-0.015	0.083
Si	0.024	0.029	0.108
Si	-0.013	-0.002	0.248
Si	-0.023	0.08	-0.027
Si	0.013	0.044	0.026
Si	0.052	-0.092	-0.018
Si	0.034	-0.102	-0.117
Si	-0.06	-0.01	-0.006
Si	0.123	-0.071	-0.151
Si	-0.148	-0.007	0.082
Si	-0.098	-0.081	-0.096
Si	-0.083	0.131	-0.12
Si	0.077	-0.103	0.002
Si	-0.128	0.065	-0.056
Si	0.012	-0.031	0.143
Si	-0.11	-0.092	-0.104
Si	-0.048	-0.069	-0.194
Si	0.041	0.073	-0.002
Si	-0.008	-0.077	0.014
Si	0.008	-0.078	-0.198
Si	0.048	-0.096	0.172
Si	-0.171	0.034	0.11
Si	0.067	-0.195	0.625
Si	-0.179	0.181	0.774
Si	0.304	-0.057	0.635
Si	-0.162	-0.033	0.603
Si	0.598	-0.456	0.264
Si	-0.204	0.17	0.657
Si	0.083	-0.268	0.752
Si	-0.091	0.158	0.699
Si	0.159	-0.415	0.624
Si	-0.081	0.163	0.696
Si	0.175	-0.137	0.718
Si	-0.037	0.22	0.745
Si	0.142	-0.237	0.762
Si	-0.292	0.088	0.708
Si	0.08	-0.142	0.645
Si	-0.208	0.344	0.677
Si	0.215	-0.194	0.722
Si	-0.159	0.137	0.756
Si	0.005	-0.004	-0.025
Si	0.028	0.064	-0.035
Si	-0.028	0.012	-0.047
Si	0.006	-0.002	-0.054
Si	-0.066	0.019	-0.021
Si	-0.02	0.004	-0.027
Si	-0.01	0.008	-0.029
Si	0.008	-0.005	-0.061
Si	-0.002	-0.011	-0.062
Si	-0.029	0.033	-0.046
Si	-0.011	0	-0.058
Si	0.007	-0.014	-0.043
Si	0.018	0.024	-0.037
Si	-0.036	-0.007	-0.064
Si	-0.044	-0.019	-0.048
Si	0.035	0.027	-0.072
Si	0.009	0.004	-0.088
Si	0.007	-0.023	-0.064
Si	0.015	-0.008	0.022
Si	-0.023	-0.04	0.011
Si	0.03	-0.03	0.018
Si	-0.018	-0.017	0.03
Si	0.039	0.002	-0.001
Si	-0.012	-0.016	0.026
Si	-0.019	0.013	0.043
Si	-0.016	-0.012	0.009
Si	0.005	0.012	0.017
Si	0.022	-0.04	0.038
Si	-0.01	0.02	0.015
Si	0.001	-0.044	0.014
Si	0.013	-0.023	0.015
Si	0.02	-0.003	0.013
Si	-0.004	0.01	0.056
Si	-0.016	-0.014	0.01
Si	0.013	0.015	0.023
Si	-0.032	0.01	0.02
Si	-0.028	-0.002	0
Si	-0.004	0.02	-0.01
Si	-0.011	0.008	-0.015
Si	0.009	-0.008	-0.016
Si	0.017	-0.002	0.016
Si	0.003	-0.006	-0.031
Si	-0.005	0.004	-0.027
Si	0.024	-0.004	0.012
Si	0.008	-0.011	-0.032
Si	-0.007	0.01	0.025
Si	0.019	-0.01	-0.018
Si	0.003	-0.001	-0.007
Si	0.021	0.013	-0.009
Si	-0.033	-0.004	0.021
Si	-0.025	0.018	-0.014
Si	0.022	0.006	0
Si	0.011	-0.006	-0.017
Si	-0.01	-0.001	0.001
Si	0.003	-0.011	-0.006
Si	0.001	0.014	0.001
Si	0.006	0.005	-0.002
Si	-0.002	0.004	-0.005
Si	-0.014	-0.005	-0.005
Si	-0.009	0.014	-0.007
Si	-0.002	-0.012	-0.005
Si	0.001	-0.002	-0.002
Si	0.011	0.003	-0.003
Si	0.003	-0.005	0.001
Si	-0.013	-0.002	0
Si	0.004	0.011	0.004
Si	0.005	-0.01	0.002
Si	0.002	0.006	-0.001
Si	-0.008	0.006	-0.011
Si	0.004	0.004	-0.008
Si	-0.009	-0.004	-0.002
Si	-0.002	0.005	-0.009
Si	0.005	-0.011	-0.001
Si	0.005	-0.003	0.007
Si	0.001	-0.008	0.026
Si	0.015	-0.013	0.002
Si	0.002	0.005	-0.009
Si	0.012	-0.015	0.002
Si	0	0	-0.009
Si	0.007	-0.016	0.012
Si	0.003	0.001	-0.015
Si	0.004	0.018	0.008
Si	0.008	0.003	0.009
Si	-0.004	-0.003	-0.006
Si	-0.011	0.001	0.015
Si	-0.012	0.006	-0.01
Si	-0.001	-0.006	-0.014
Si	-0.001	0.002	0.01
Si	0.009	0.009	-0.008
Si	-0.007	-0.004	-0.001
Si	0.018	0.002	0.005
Si	-0.018	0.007	-0.018
Si	0.002	-0.004	-0.041
Si	-0.028	0.012	-0.004
Si	0.013	0.018	-0.017
Si	0.012	-0.001	-0.017
Si	-0.025	0.021	-0.028
Si	-0.011	-0.006	-0.007
Si	0.007	-0.013	-0.015
Si	-0.024	-0.012	-0.032
Si	0.003	0.029	-0.035
Si	0	-0.021	-0.007
Si	0.041	-0.007	-0.023
Si	-0.002	0.01	0.013
Si	-0.02	0.013	-0.02
Si	0.025	-0.013	-0.006
Si	0.002	-0.01	-0.009
Si	-0.022	0.006	-0.031
Si	-0.018	-0.002	0.052
Si	0.018	0.001	0.072
Si	0.014	0.021	0.048
Si	-0.005	-0.002	0.064
Si	-0.008	-0.015	0.043
Si	-0.034	0.01	0.028
Si	0.005	0.004	0.051
Si	0.035	-0.001	0.031
Si	0.004	-0.01	0.069
Si	0.014	0.03	0.052
Si	0.025	-0.011	0.056
Si	-0.007	-0.026	0.036
Si	-0.019	0.009	0.024
Si	-0.021	-0.022	0.058
Si	-0.005	0.015	0.027
Si	0.011	-0.001	0.051
Si	-0.012	0.016	0.06
Si	0.024	-0.009	0.05
Si	0.248	0.052	-0.69
Si	-0.229	-0.108	-0.71
Si	-0.171	-0.078	-0.774
Si	0.278	0.131	-0.761
Si	0.222	0.127	-0.802
Si	-0.138	-0.004	-0.751
Si	0.247	0.154	-0.654
Si	-0.232	-0.193	-0.668
Si	0.041	0.193	-0.695
Si	-0.243	-0.057	-0.65
Si	-0.05	-0.229	-0.69
Si	0.147	0.093	-0.747
Si	0.066	-0.147	-0.718
Si	0.061	0.235	-0.711
Si	0.225	0.062	-0.668
Si	-0.231	-0.242	-0.746
Si	0.071	0.113	-0.739
Si	-0.251	-0.12	-0.748
Si	0.024	-0.023	-0.02
Si	0.053	0.114	-0.048
Si	0.059	-0.034	0.034
Si	-0.122	-0.088	0.077
Si	0.033	0.075	0.031
Si	0.056	-0.086	-0.056
Si	-0.037	0.032	-0.053
Si	0.065	-0.062	-0.117
Si	0.1	0.06	0.006
Si	-0.025	-0.059	-0.084
Si	-0.09	-0.007	0.041
Si	0.086	-0.181	-0.136
Si	-0.044	-0.113	-0.114
Si	0.079	0.007	-0.063
Si	-0.019	-0.011	0.194
Si	-0.001	0.023	-0.199
Si	-0.013	-0.032	-0.117
Si	0.076	0.042	-0.085
Si	0.063	-0.054	0.169
Si	-0.052	-0.039	-0.16
Si	0.104	-0.058	0.044
Si	0.033	-0.055	-0.04
Si	-0.023	-0.077	0.043
Si	-0.008	0.062	0.069
Si	0.039	0.07	0.066
Si	0.041	0.032	0.133
Si	0.004	0.034	0.125
Si	0.003	0.108	-0.07
Si	0.053	0.047	-0.097
Si	0.001	-0.015	0.051
Si	-0.119	-0.042	0.175
Si	0.059	0.115	0.071
Si	-0.027	-0.061	0
Si	0.046	0.088	0.083
Si	0.052	-0.091	0.03
Si	0.074	0.014	-0.036
Si	0.008	0.009	-0.088
Si	-0.099	-0.034	-0.028
Si	-0.045	0.047	-0.037
Si	-0.041	0.136	0.077
Si	0.125	-0.067	-0.044
Si	0.099	0.031	0.129
Si	0.035	-0.061	0.028
Si	-0.049	-0.046	-0.017
Si	0.153	0.028	-0.166
Si	0.038	0.113	0.078
Si	0.116	0.09	0.141
Si	0.086	0.054	-0.049
Si	-0.06	0.076	-0.045
Si	-0.08	0.011	0.033
Si	-0.071	-0.057	0.068
Si	0.065	0.174	-0.182
Si	-0.018	-0.072	0.131
Si	-0.083	-0.119	0.109
Si	0.005	0.01	0.022
Si	0.003	0.004	0.022
Si	-0.02	-0.004	0.004
Si	-0.004	-0.009	0
Si	-0.02	-0.022	-0.001
Si	0.003	0	0.001
Si	-0.008	0.006	0.006
Si	-0.014	-0.004	0.01
Si	0.007	0.008	-0.002
Si	0.014	0.005	-0.006
Si	-0.009	0.001	0
Si	-0.002	0.012	0.007
Si	0.017	0.007	0.006
Si	0.02	0.001	0.017
Si	-0.015	0.007	-0.003
Si	-0.005	0.009	-0.001
Si	-0.005	-0.004	0.009
Si	0.001	-0.014	-0.012
Si	-0.006	-0.001	0.009
Si	0.004	0.008	0.003
Si	-0.011	-0.002	0.022
Si	-0.011	-0.004	0.013
Si	-0.012	0.013	0.006
Si	-0.011	0.014	-0.003
Si	-0.002	-0.013	0.01
Si	-0.006	0.005	-0.003
Si	0.017	-0.013	0.005
Si	-0.017	-0.009	0.001
Si	0	-0.016	0.011
Si	-0.021	-0.014	-0.001
Si	0.005	-0.019	0.004
Si	0.008	-0.002	0.002
Si	0.007	-0.018	-0.015
Si	0.01	0.033	-0.001
Si	0.003	0	-0.002
Si	-0.029	0.016	-0.003
Si	-0.006	0.003	0.009
Si	-0.003	-0.014	-0.001
Si	-0.001	0	-0.005
Si	0.006	0.001	-0.004
Si	0.005	0.014	0.021
Si	-0.024	0.022	0.009
Si	-0.008	0	0.008
Si	0.009	0.005	-0.002
Si	0.008	-0.016	-0.007
Si	0.013	-0.016	-0.002
Si	0.006	-0.007	0.004
Si	0.005	-0.006	-0.001
Si	0	0.009	-0.009
Si	0.004	0.012	-0.015
Si	0.019	-0.004	0
Si	0.03	0.009	0.012
Si	-0.011	0.003	0.005
Si	-0.011	-0.023	-0.004
Si	-0.006	0.015	-0.009
Si	-0.01	0.009	0.001
Si	0.005	0.005	-0.007
Si	0.034	0.024	0.011
Si	0.021	0.01	0.012
Si	-0.017	-0.009	0.029
Si	-0.007	-0.01	-0.006
Si	0.003	0.001	0.008
Si	0.01	-0.002	0.002
Si	-0.003	-0.011	0
Si	0.004	0.001	0.028
Si	-0.005	-0.017	0.034
Si	-0.017	-0.02	0.024
Si	-0.01	-0.021	0.009
Si	0.016	0.006	0.015
Si	0.007	-0.019	0.01
Si	0	0.004	0.008
Si	0.004	-0.011	0.007
Si	-0.004	-0.007	0.004
Si	0.004	-0.005	0.008
Si	-0.015	-0.001	0.002
Si	0.004	0	0
Si	0.003	0.002	-0.009
Si	0.01	0.005	0.011
Si	0.003	0.009	0.003
Si	0.025	0.01	-0.009
Si	-0.009	0.018	0.006
Si	0.003	-0.017	-0.001
Si	-0.004	0	0.016
Si	-0.017	-0.021	0.008
Si	-0.006	0.004	-0.006
Si	0.025	-0.003	-0.003
Si	0.016	0.009	0.002
Si	0.008	-0.007	0.021
Si	-0.007	0.032	-0.005
Si	0.035	-0.039	0.008
Si	-0.008	-0.002	0
Si	0.013	0.001	0.006
Si	0.018	0.021	0.004
Si	0.009	0.012	0.013
Si	-0.031	0.033	-0.004
Si	-0.008	0.004	0.005
Si	-0.005	0.013	-0.01
Si	0.006	-0.004	0
Si	0.003	0.015	-0.004
Si	0.004	-0.015	0.014
Si	-0.01	0.013	0.005
Si	0.009	-0.005	0.002
Si	-0.008	0.007	-0.002
Si	0.004	-0.008	0.019
Si	-0.005	-0.004	0.013
Si	0	-0.023	0.016
Si	-0.016	0.006	-0.002
Si	0.012	-0.003	0.003
Si	0	-0.007	-0.007
Si	-0.001	-0.01	-0.006
Si	-0.006	0.011	-0.001
Si	-0.004	-0.001	-0.008
Si	0	0.003	-0.005
Si	0.011	-0.003	-0.004
Si	-0.001	0.01	0.003
Si	-0.007	0.003	0
Si	0.001	-0.008	-0.003
Si	0.013	0	-0.003
Si	0.009	-0.005	-0.002
Si	-0.014	-0.008	-0.012
Si	0.007	0.015	-0.006
Si	0.004	-0.011	0
Si	0.015	-0.009	0
Si	-0.001	0.009	-0.003
Si	-0.009	-0.006	-0.002
Si	0.016	0.004	0
Si	-0.004	0	-0.005
Si	0.005	0.007	-0.004
Si	0.011	0.003	-0.01
Si	0.009	0.001	0
Si	-0.002	-0.001	-0.009
Si	0.011	-0.008	-0.007
Si	0.003	-0.002	-0.004
Si	-0.003	0.012	-0.002
Si	-0.003	0.007	0.006
Si	-0.002	0.005	-0.002
Si	0	-0.002	0.004
Si	0.009	0.009	0.003
Si	-0.006	-0.003	-0.007
Si	0.002	0.009	-0.004
Si	0.007	-0.001	0
Si	-0.002	-0.003	0.01
Si	0.009	0.005	0
Si	0.007	-0.001	-0.007
Si	0.006	-0.003	0.005
Si	-0.012	0.001	0.004
Si	0.006	-0.001	0.005
Si	-0.011	0.011	0.001
Si	0.005	-0.005	0.016
Si	-0.002	-0.006	0.006
Si	-0.006	0.003	-0.001
Si	-0.006	-0.008	0.004
Si	0.003	0.011	0.008
Si	-0.005	0.006	0.007
Si	-0.004	-0.002	0.005
Si	0.002	-0.006	-0.004
Si	-0.013	-0.004	-0.002
Si	0.002	-0.008	-0.003
Si	-0.005	-0.001	-0.008
Si	-0.01	-0.001	-0.009
Si	0	-0.006	-0.001
Si	0.003	0.004	-0.011
Si	-0.008	0.023	-0.009
Si	0.001	-0.001	-0.003
Si	-0.003	-0.003	-0.01
Si	-0.008	0.019	0.005
Si	0.011	-0.005	0
Si	0.001	-0.019	-0.007
Si	0.001	0.006	-0.007
Si	-0.005	0.013	-0.002
Si	-0.003	-0.004	-0.015
Si	-0.003	0.019	-0.008
Si	-0.004	-0.002	-0.001
Si	-0.004	0.01	-0.002
Si	0.017	-0.002	0.002
Si	0.01	-0.001	0.002
Si	-0.002	-0.005	-0.002
Si	-0.002	0.002	-0.011
Si	0	0.011	-0.006
Si	-0.007	0.007	0.004
Si	-0.01	0.014	-0.005
Si	-0.001	-0.003	0.001
Si	0.004	-0.01	-0.007
Si	0.006	0.021	0
Si	-0.001	0.005	-0.006
Si	-0.002	-0.007	0
Si	-0.012	0.001	-0.008
Si	0.005	-0.002	0.005
Si	0.003	-0.001	0
Si	-0.008	-0.001	0.005
Si	-0.007	0	0.005
Si	0.007	-0.007	-0.005
Si	-0.004	0.003	-0.005
Si	-0.001	-0.011	-0.004
Si	-0.009	-0.002	0.002
Si	0	0.003	0.008
Si	0.004	0.005	0.007
Si	-0.01	-0.009	0.006
Si	-0.012	-0.001	-0.006
Si	0.001	-0.01	-0.006
Si	-0.008	-0.015	-0.005
Si	0.01	-0.008	-0.005
Si	-0.005	-0.01	0.004
Si	-0.006	0	-0.005
Si	0.015	-0.011	-0.014
Si	-0.003	0.001	-0.011
Si	-0.007	0.005	0.012
Si	-0.001	-0.01	-0.001
Si	-0.006	-0.003	-0.001
Si	0.007	0.003	-0.005
Si	-0.006	-0.004	0.005
Si	0.007	0.009	-0.01
Si	0.001	0.019	-0.007
Si	0.012	-0.01	0
Si	0.002	0.005	-0.004
Si	-0.002	0.001	-0.004
Si	-0.004	-0.004	-0.004
Si	0.009	0.003	-0.01
Si	-0.005	0.003	0.007
Si	-0.009	-0.006	-0.002
Si	-0.01	-0.005	-0.002
Si	-0.011	-0.008	-0.001
Si	0.002	-0.003	0.003
Si	-0.004	-0.011	-0.003
Si	0.012	0.018	-0.002
Si	-0.001	-0.004	-0.002
Si	-0.009	0.004	-0.008
Si	0.006	0.021	-0.006
Si	-0.004	-0.004	-0.005
Si	-0.001	0.004	-0.002
Si	-0.02	-0.012	-0.01
